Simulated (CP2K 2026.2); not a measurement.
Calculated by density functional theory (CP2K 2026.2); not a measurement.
Periodic cell of 2016 atoms, Si1440O576, from a study of silicon, its oxide and their interface. The atomic structure is a simulated model.
Doubt: the forces sum to 1.82 eV/angstrom along one axis rather than to zero, so they err by at least 0.0009 eV/angstrom per atom on average; the grid cutoff is modest.

Settings
functional: PBE
method: Gaussian and plane waves
basis set: DZVP-MOLOPT-SR-GTH
pseudopotentials: GTH-PBE
grid cutoff: 300 Ry, relative cutoff 40 Ry
k points: Gamma only
occupations: fixed
spin: none
net charge: 0

Cell vectors (angstrom)
a	65.28	0	0
b	0	16.32	0
c	7.9231	1.936	33.5114

Atoms and the computed forces on them: element, x, y, z (angstrom), force x, y, z (eV/angstrom)
Si	1.03	-1.062	0.204	0.154	-0.261	0.699
Si	3.685	1.493	0.199	0.156	-0.044	0.706
Si	1.458	3.667	0.192	-0.013	0.151	0.68
Si	3.55	7.082	0.033	0.345	-0.241	0.644
Si	1.481	-6.921	0.386	-0.167	-0.026	0.724
Si	4.353	-4.517	0.051	-0.306	0.417	0.608
Si	7.129	-1.606	-0.067	-0.233	0.18	0.727
Si	9.89	1.378	0.039	-0.362	0.079	0.647
Si	6.535	4.004	-0.032	0.255	-0.181	0.66
Si	9.712	6.403	0.056	-0.3	0.265	0.611
Si	6.697	9.643	0.226	0.155	-0.28	0.606
Si	-7.343	-3.902	0.281	0.217	-0.036	0.732
Si	-4.012	-1.642	0.302	-0.21	0.162	0.72
Si	-1.197	1.053	0.602	-0.025	-0.04	0.703
Si	-4.39	3.934	-0.114	0.25	-0.091	0.661
Si	-1.737	6.867	-0.037	0.174	-0.128	0.731
Si	-3.798	-7.071	-0.083	-0.144	0.074	0.662
Si	-1.647	-3.778	0.093	0.273	-0.374	0.675
Si	2.603	-0.018	1.564	-0.01	-0.002	-0.086
Si	5.287	2.691	1.417	0.001	-0.035	-0.059
Si	2.579	5.388	1.356	0.004	0.007	0.003
Si	5.347	8.063	1.326	0.002	-0.039	-0.046
Si	2.811	-5.477	1.582	0	0.027	-0.054
Si	5.414	-2.705	1.19	0.02	-0.003	-0.037
Si	8.193	0.113	1.173	0.015	-0.003	-0.04
Si	-5.532	2.439	1.3	-0.03	-0.002	-0.027
Si	8.137	5.205	1.288	-0.06	0.001	-0.04
Si	-5.41	8.062	1.252	0.001	-0.007	-0.054
Si	8.235	-5.431	1.459	0.015	0.023	-0.025
Si	-5.635	-2.817	1.492	0.002	0.008	-0.03
Si	-2.822	-0.17	1.664	-0.016	-0.011	-0.023
Si	0.038	2.619	1.721	0.021	0.054	-0.01
Si	-2.856	5.245	1.262	0.008	0	-0.01
Si	-0.172	8.061	1.35	-0.017	-0.01	-0.023
Si	-2.718	-5.521	1.313	-0.012	0.022	-0.036
Si	-0.022	-2.763	1.423	0.02	-0.001	-0.07
Si	1.361	1.286	3.036	-0.002	-0.03	0.06
Si	3.997	4.109	2.76	-0.01	-0.01	0.009
Si	1.217	6.73	2.725	-0.001	0.004	0.034
Si	4.137	9.428	2.842	-0.008	-0.035	0.041
Si	1.355	-4.101	2.772	-0.039	-0.002	0.047
Si	4.082	-1.42	2.68	0.04	-0.025	0.017
Si	6.78	1.343	2.635	0.019	-0.008	0.001
Si	9.477	4.046	2.811	-0.012	0.038	0.062
Si	6.772	6.682	2.601	0.02	0	0.034
Si	9.569	-6.833	2.722	0.004	-0.006	0.008
Si	6.765	-4.044	2.68	-0.034	0.006	0.016
Si	-6.927	-1.441	2.874	0.007	0.013	0.015
Si	-4.193	1.275	2.836	-0.01	-0.006	0.009
Si	-1.463	4.052	2.769	-0.001	0.037	0.004
Si	-4.124	6.685	2.694	-0.008	-0.018	0.018
Si	-1.423	-6.853	2.747	0.007	0.011	0.01
Si	-4.18	-4.23	2.71	0.021	-0.01	0.008
Si	-1.389	-1.515	2.905	0.061	0.013	0.049
Si	-0.075	-0.093	4.245	-0.02	0.005	0.005
Si	2.727	2.74	4.204	0.002	0.012	0.011
Si	-0.107	5.41	4.128	-0.005	0.001	0.018
Si	2.645	8.092	4.073	0.009	0.003	-0.008
Si	-0.039	-5.49	4.087	0.002	-0.004	-0.009
Si	2.713	-2.73	4.094	-0.014	0.022	-0.001
Si	5.445	-0.028	4.016	-0.027	0.025	0.003
Si	8.103	2.671	4.084	-0.003	0.008	-0.007
Si	5.422	5.427	4.068	-0.004	0.016	-0.004
Si	8.133	-8.211	3.978	-0.013	-0.052	-0.019
Si	5.47	-5.435	4.094	0.019	0.01	0.011
Si	8.177	-2.654	3.977	0.003	-0.006	-0.032
Si	-5.556	-0.067	4.19	-0.02	-0.003	0.004
Si	-2.814	2.677	4.128	0.003	0.001	-0.003
Si	-5.492	5.336	4.082	-0.007	0.006	-0.023
Si	-2.797	8.086	4.075	0.003	-0.035	-0.011
Si	-5.542	-5.573	4.067	0.003	0.013	0.001
Si	-2.828	-2.878	4.136	0.003	0.003	-0.006
Si	1.352	-1.312	16.224	0.008	-0.016	0.013
Si	4.077	1.45	16.163	0.017	-0.008	-0.005
Si	1.353	4.131	16.219	0.002	0.006	0.006
Si	4.082	6.894	16.171	0.019	-0.016	0.003
Si	1.408	-6.738	16.212	0.012	0.01	0.003
Si	4.076	-3.998	16.12	-0.005	-0.009	-0.011
Si	6.86	-1.278	16.138	0.016	-0.011	0.006
Si	-6.817	1.296	16.394	0	-0.022	0
Si	6.803	4.181	16.132	0.018	0.002	-0.002
Si	-6.799	6.742	16.398	-0.014	-0.014	-0.001
Si	6.818	-6.684	16.103	0.016	-0.002	0.002
Si	-6.796	-4.11	16.398	-0.008	-0.01	0.001
Si	-4.059	-1.338	16.316	-0.001	-0.008	0.002
Si	-1.377	1.348	16.282	-0.008	-0.014	0.007
Si	-4.086	4.048	16.3	0	0.006	-0.007
Si	-1.333	6.815	16.241	0.01	-0.016	-0.004
Si	-4.056	9.514	16.345	0.022	-0.002	0.008
Si	-1.332	-4.035	16.239	0.003	0	-0.003
Si	2.728	0.09	17.514	0.003	0.017	0.017
Si	5.403	2.873	17.485	-0.012	0.016	-0.008
Si	2.725	5.532	17.533	-0.003	0.017	-0.019
Si	5.444	8.323	17.455	-0.04	0.03	0.013
Si	2.757	-5.316	17.535	0.01	-0.02	0
Si	5.464	-2.652	17.429	-0.008	-0.003	-0.02
Si	8.208	0.163	17.435	-0.01	-0.035	0.025
Si	-5.375	2.628	17.68	0.013	0.008	-0.029
Si	8.183	5.528	17.468	-0.019	-0.006	0.026
Si	-5.437	8.152	17.7	-0.001	-0.008	0
Si	8.151	-5.293	17.451	-0.004	0.021	-0.003
Si	-5.4	-2.699	17.667	0.003	0.017	-0.001
Si	-2.699	-0.002	17.716	-0.013	0.013	0.002
Si	0.006	2.739	17.561	0.002	0.025	0.002
Si	-2.723	5.47	17.575	0.002	-0.013	-0.015
Si	0.067	-8.126	17.548	-0.023	-0.007	-0.007
Si	-2.624	-5.41	17.616	-0.013	-0.005	0.01
Si	-0.009	-2.652	17.611	-0.009	-0.008	0.011
Si	1.379	1.412	18.921	-0.034	-0.014	-0.013
Si	4.027	4.177	18.908	0.022	-0.023	-0.009
Si	1.459	6.925	18.934	0.025	0.009	0
Si	4.208	-6.562	18.882	0.042	0.005	-0.026
Si	1.378	-3.996	18.916	0.001	-0.031	-0.006
Si	4.168	-1.259	18.764	0.008	-0.015	-0.019
Si	6.801	1.519	18.747	-0.001	0.024	-0.014
Si	-6.668	3.922	19.095	-0.035	0.026	-0.024
Si	6.774	6.929	18.743	0.024	-0.011	-0.026
Si	-6.74	9.529	19.104	0.002	-0.028	-0.004
Si	6.811	-3.934	18.832	-0.048	-0.011	-0.014
Si	9.673	-1.025	18.819	0.106	0.081	-0.036
Si	-4.054	1.323	19.125	0.008	-0.025	-0.01
Si	-1.378	4.096	18.879	-0.012	-0.015	-0.019
Si	-4.028	6.808	18.993	-0.001	-0.033	-0.023
Si	-1.219	-6.769	18.935	-0.004	0.013	-0.022
Si	-3.944	-4.005	18.947	0.019	0.034	-0.03
Si	-1.311	-1.326	19.078	0.007	-0.012	-0.01
Si	0.074	0.07	20.376	0.004	0.026	0.058
Si	2.672	2.816	20.296	0.011	0.034	0.039
Si	0.016	5.505	20.124	0.007	-0.005	0.034
Si	2.833	8.417	20.208	-0.02	0.019	0.069
Si	0.141	-5.434	20.34	0.047	0.005	0.043
Si	2.79	-2.554	20.11	0.002	0.013	0.038
Si	5.452	0.177	20.096	-0.018	0.015	0.028
Si	8.192	2.866	20.05	-0.006	-0.015	0.053
Si	5.362	5.655	20.131	-0.068	0.029	0.033
Si	8.107	8.344	20.056	-0.022	0.023	0.051
Si	5.553	-5.209	20.378	-0.01	-0.027	0.03
Si	8.172	-2.369	19.89	-0.059	0.015	-0.006
Si	-5.4	-0.084	20.487	-0.007	0.003	0.085
Si	-2.635	2.725	20.374	0.02	0.009	0.054
Si	-5.245	5.295	20.346	0.034	-0.009	0.046
Si	-2.66	-8.055	20.252	-0.012	0.029	0.029
Si	-5.292	-5.343	20.272	0	-0.001	0.046
Si	-2.623	-2.725	20.448	-0.015	-0.016	0.056
Si	1.735	-1.067	21.558	-0.226	-0.069	-0.698
Si	3.89	1.219	21.493	0.057	0.194	-0.669
Si	1.006	3.958	21.523	0.208	-0.004	-0.695
Si	4.362	7.293	21.502	-0.057	-0.208	-0.701
Si	1.885	-6.33	21.682	-0.31	-0.188	-0.747
Si	3.944	-3.916	21.568	0.329	0.019	-0.67
Si	7.133	-0.843	21.316	-0.053	0.069	-0.745
Si	-6.928	0.899	21.997	0.252	0.376	-0.702
Si	7.037	4.506	21.18	-0.242	-0.175	-0.707
Si	-6.637	6.566	21.639	0.078	0.286	-0.631
Si	6.67	-6.919	21.596	0.087	0.247	-0.714
Si	9.543	-3.638	21.17	0.08	-0.198	-0.633
Si	-4.242	-1.643	21.778	0.202	0.078	-0.727
Si	-1.065	1.642	21.701	-0.101	-0.218	-0.688
Si	-3.614	4.316	21.782	-0.392	-0.3	-0.571
Si	-1.476	6.686	21.435	0.214	0.202	-0.647
Si	-3.716	-6.424	21.574	-0.029	-0.169	-0.674
Si	-1.411	-4.341	21.661	0.053	0.234	-0.675
Si	-6.479	0.899	25.121	-0.094	-0.076	-0.118
Si	4.184	0.248	25.313	-0.047	0.1	-0.053
Si	-3.431	7.85	-7.135	-0.051	-0.067	0.023
Si	11.878	4.473	24.442	-0.012	-0.091	-0.036
Si	-5.224	-7.958	-4.655	0.005	0.042	0.045
Si	4.01	-5.669	-2.69	0.046	0.141	0.083
Si	-4.739	8.017	23.735	0.109	-0.076	-0.108
Si	-0.001	-2.517	23.688	0.002	-0.02	-0.124
Si	-2.243	-5.888	-5.909	-0.085	0.007	-0.109
Si	-1.852	-3.343	-2.803	-0.045	0.073	0.114
Si	-11.732	-2.108	-7.098	-0.009	-0.086	-0.067
Si	-5.052	-0.867	-4.892	0.027	-0.181	-0.016
Si	6.444	4.165	25.782	0.13	0.241	-0.131
Si	5.23	5.928	-1.94	-0.096	-0.037	0.074
Si	-2.501	2.396	-1.911	-0.133	-0.142	-0.123
Si	2.126	-6.903	24.71	0.066	0.038	-0.144
Si	2.542	6.526	26.017	0.025	0.051	-0.032
Si	-8.908	0.899	-7.06	-0.067	0.059	-0.175
Si	5.154	3.341	23.212	0.085	-0.025	-0.107
Si	-5.884	-0.848	-2.003	-0.121	-0.061	0.223
Si	8.374	-5.24	23.497	-0.011	-0.023	-0.104
Si	-9.432	3.208	-5.292	0.068	-0.098	-0.036
Si	-0.527	4.745	-2.056	-0.117	-0.031	0.262
Si	2.927	5.366	23.327	0.003	0.122	-0.059
Si	-3.042	4.306	24.783	-0.086	0.017	-0.114
Si	-6.783	-3.88	-2.551	0.008	0.09	0.097
Si	1.714	6.279	-6.998	0.122	0.069	0.023
Si	6.434	-7.681	-2.523	0.01	0.085	0.089
Si	14.714	3.829	25.597	0.005	0.095	-0.114
Si	-4.493	-3.634	-5.927	0.051	0.098	0.057
Si	-1.578	-0.315	-3.272	-0.053	0.056	0.144
Si	5.303	-1.907	23.544	-0.134	0.016	-0.104
Si	5.831	3.232	-2.865	0.053	-0.02	0.192
Si	-7.49	-8.012	-6.475	-0.023	-0.034	-0.02
Si	0.771	-3.436	-4.159	-0.08	0.047	0.019
Si	-7.196	6.887	-2.874	0.013	-0.052	0.061
Si	-7.268	-3.774	-7.074	0.078	0.089	0.009
Si	1.429	-0.767	-2.768	0.034	-0.005	0.154
Si	-9.082	-3.563	-4.569	0.1	-0.02	-0.015
Si	4.148	0.725	-2.686	-0.042	-0.077	0.182
Si	-10.383	-7.339	-5.719	-0.12	-0.165	0.101
Si	7.368	-3.079	25.431	0.1	0.056	-0.194
Si	-1.739	6.972	24.266	-0.079	0.07	-0.023
Si	-2.492	0.065	-6.077	0.033	-0.079	-0.116
Si	6.42	-1.237	-3.109	0.1	0.003	0.055
Si	1.173	-5.983	-2.362	-0.035	0.01	0.032
Si	-2.495	4.998	-6.738	0	-0.016	-0.16
Si	-2.299	-0.309	23.795	-0.117	0.058	-0.094
Si	-8.053	5.383	-6.678	0.008	-0.069	-0.137
Si	-0.392	-7.404	-4.248	0.077	-0.162	-0.061
Si	-11.673	-4.769	-5.616	-0.013	0.131	-0.134
Si	-0.383	5.823	-4.807	-0.027	0.063	-0.04
Si	-6.641	-7.208	25.985	0.07	0.057	-0.085
Si	1.392	1.066	26.02	0.128	0.076	-0.022
Si	1.352	-1.421	5.509	0.008	-0.01	0.014
Si	4.117	1.337	5.441	0.016	-0.012	0.008
Si	1.284	4.071	5.479	-0.005	0.001	0.004
Si	4.041	6.773	5.42	-0.008	0.006	0.003
Si	1.32	9.479	5.437	0.002	-0.004	0.016
Si	4.067	-4.101	5.429	-0.003	-0.014	0.014
Si	6.816	-1.35	5.385	0.005	-0.001	-0.001
Si	9.518	1.367	5.429	0.005	0.011	0.001
Si	6.772	4.065	5.421	0.003	-0.01	0.012
Si	-6.886	6.701	5.42	0.007	-0.016	0.006
Si	6.833	-6.82	5.387	-0.012	0.004	0.007
Si	-6.872	12.122	5.476	0.018	0.012	0.003
Si	-4.164	-1.456	5.477	0.025	0.003	0.013
Si	-1.46	1.317	5.496	0.016	0.005	0.022
Si	-4.151	4.032	5.495	0.011	0.016	0.002
Si	-1.438	6.779	5.476	-0.003	0.011	0.019
Si	-4.175	-6.899	5.443	0.006	-0.015	0.003
Si	-1.427	-4.183	5.475	0.008	-0.002	0.006
Si	2.715	-0.005	6.792	-0.006	0.011	-0.011
Si	5.441	2.714	6.798	0.003	-0.013	-0.009
Si	2.674	5.435	6.794	0	-0.003	-0.01
Si	5.421	-8.152	6.732	0.003	0.002	-0.012
Si	2.686	-5.456	6.771	-0.007	-0.001	-0.006
Si	5.441	-2.709	6.74	-0.004	-0.002	-0.006
Si	8.161	0.004	6.764	0.002	-0.001	-0.003
Si	-5.527	2.672	6.844	-0.012	0.003	-0.001
Si	-8.231	5.378	6.831	-0.007	0.008	-0.008
Si	-5.538	8.075	6.803	-0.003	0.002	-0.008
Si	-8.235	10.779	6.838	0.001	0	-0.005
Si	-5.525	-2.809	6.834	-0.004	-0.011	-0.01
Si	-2.816	-0.063	6.828	-0.005	0.012	-0.003
Si	-0.074	2.694	6.815	-0.01	0.001	0.004
Si	-2.793	5.409	6.831	0.009	0.003	0.002
Si	-0.061	8.144	6.803	0	-0.006	-0.011
Si	-2.808	-5.53	6.812	0.009	-0.003	-0.01
Si	-0.057	-2.786	6.808	0.001	0.003	-0.014
Si	1.323	1.345	8.133	0.01	0.006	0.009
Si	4.049	4.074	8.12	-0.01	-0.016	-0.002
Si	1.314	6.796	8.143	0.009	0.011	0.001
Si	4.068	-6.798	8.105	-0.001	0.005	0.009
Si	1.32	-4.116	8.147	-0.004	-0.016	-0.003
Si	4.083	-1.361	8.12	0.011	0.009	-0.004
Si	6.816	1.37	8.125	0	0.02	0.005
Si	-6.874	4.032	8.208	0.004	-0.007	0.003
Si	6.798	6.815	8.074	0.004	-0.009	-0.014
Si	-6.867	9.44	8.198	0.002	-0.017	-0.007
Si	6.815	-4.068	8.071	-0.005	-0.009	-0.004
Si	-6.869	-1.441	8.214	0.002	0	-0.003
Si	-4.165	1.306	8.189	0.008	-0.011	0
Si	-1.426	4.055	8.174	0.011	0.008	0.008
Si	-4.163	6.756	8.184	0	-0.008	0.003
Si	-1.428	-6.844	8.173	0.004	-0.019	0.008
Si	-4.147	-4.149	8.179	0.008	0.007	-0.005
Si	-1.416	-1.405	8.154	0.014	0.002	0.003
Si	-0.047	-0.017	9.48	0	-0.002	0.006
Si	2.68	2.725	9.47	-0.001	0.012	0.006
Si	-0.053	5.435	9.498	0.001	-0.002	0.001
Si	2.689	-8.145	9.458	-0.005	-0.003	-0.003
Si	-0.058	-5.46	9.497	-0.006	0.007	0
Si	2.694	-2.716	9.455	-0.007	0.004	-0.007
Si	5.434	0.022	9.461	0.005	0	0
Si	-8.21	2.673	9.594	0.002	-0.002	0.002
Si	5.428	5.461	9.429	-0.009	-0.004	-0.009
Si	-8.216	8.099	9.585	0.002	0.008	0.005
Si	5.441	-5.414	9.426	-0.007	0.012	-0.003
Si	-8.222	-2.793	9.584	0	-0.002	0
Si	-5.513	-0.055	9.556	-0.005	0.011	-0.002
Si	-2.793	2.688	9.52	0.001	0.009	-0.005
Si	-5.51	5.4	9.556	-0.004	0.011	-0.006
Si	-2.792	8.124	9.528	0	0.007	-0.006
Si	-5.507	-5.5	9.548	0	0.001	-0.003
Si	-2.785	-2.759	9.511	0.002	-0.006	-0.004
Si	1.336	-1.356	10.819	0.002	-0.004	0.011
Si	4.061	1.384	10.806	-0.008	0	0.003
Si	1.324	4.084	10.83	0.013	-0.01	0.009
Si	4.065	-9.5	10.782	0.003	0.002	-0.003
Si	1.326	-6.8	10.826	0.003	0	0.01
Si	4.075	-4.058	10.786	0.009	-0.005	0.003
Si	6.816	-1.328	10.783	-0.003	0	0.002
Si	-6.85	1.307	10.937	-0.002	-0.004	0.007
Si	-9.557	4.023	10.975	0.003	0	0
Si	-6.85	6.752	10.943	0	-0.011	0.003
Si	-9.556	9.456	10.974	0.005	-0.009	0.003
Si	-6.852	-4.145	10.933	0.012	-0.002	-0.001
Si	-4.135	-1.406	10.892	0.009	0	-0.001
Si	-1.409	1.338	10.848	0.006	0	0.004
Si	-4.139	4.046	10.898	-0.009	0	0.005
Si	-1.413	6.781	10.868	-0.005	-0.003	0.006
Si	-4.131	9.486	10.905	0.014	-0.013	0.005
Si	-1.41	-4.097	10.858	0.011	0.004	0.003
Si	2.693	0.033	12.157	0.012	0.008	0.002
Si	5.429	2.768	12.13	-0.002	0.006	0.002
Si	2.699	5.472	12.142	0	0.012	-0.006
Si	5.434	-8.112	12.095	-0.004	-0.008	-0.008
Si	2.701	-5.409	12.134	-0.012	0.004	-0.004
Si	5.43	-2.669	12.12	-0.007	-0.005	-0.004
Si	8.182	0.055	12.11	0.006	-0.003	0
Si	-5.491	2.69	12.271	0.01	-0.002	-0.005
Si	-8.199	5.395	12.32	-0.002	-0.006	-0.003
Si	-5.479	8.127	12.279	-0.004	0.008	-0.004
Si	-8.193	10.826	12.327	0	0.008	-0.002
Si	-5.488	-2.762	12.268	-0.009	-0.003	-0.004
Si	-2.77	-0.016	12.216	0.003	0.001	0.001
Si	-0.041	2.72	12.177	-0.01	0.012	-0.004
Si	-2.769	5.42	12.233	0.004	-0.005	-0.01
Si	-0.042	8.171	12.186	0.001	-0.003	-0.008
Si	-2.763	-5.448	12.235	-0.005	0.007	-0.002
Si	-0.037	-2.709	12.169	-0.006	-0.009	-0.003
Si	1.331	1.384	13.526	0	-0.003	0.007
Si	4.075	4.138	13.486	0.001	0	0.011
Si	1.341	6.822	13.507	0.006	-0.011	0.009
Si	4.077	-6.762	13.456	0.015	-0.002	0.007
Si	1.349	-4.048	13.496	0.013	-0.002	0.006
Si	4.081	-1.303	13.488	-0.002	-0.004	0.015
Si	6.81	1.417	13.457	0.019	-0.012	0.006
Si	-6.84	4.033	13.664	-0.016	0.018	0.003
Si	6.803	-9.449	13.436	-0.004	0.002	-0.008
Si	-6.816	9.472	13.673	0.013	-0.018	0.007
Si	6.811	-4.019	13.436	0.001	0	-0.001
Si	9.569	-1.293	13.434	0.013	-0.009	-0.004
Si	-4.117	1.337	13.601	-0.012	0.008	0.013
Si	-1.389	4.064	13.557	0.008	-0.011	0.008
Si	-4.105	6.775	13.621	0.008	-0.011	0.008
Si	-1.375	9.533	13.569	0.003	0	0.013
Si	-4.115	-4.101	13.619	0.009	0	0.004
Si	-1.386	-1.359	13.545	0.005	-0.005	0.004
Si	-0.031	0.018	14.885	-0.007	0.003	0.008
Si	2.701	2.787	14.831	0.002	0.014	0.011
Si	-0.012	5.456	14.861	-0.011	0	-0.009
Si	2.711	8.213	14.818	-0.004	0.01	0.001
Si	0.015	-5.399	14.878	-0.002	0.007	-0.002
Si	2.693	-2.649	14.821	-0.007	-0.008	-0.006
Si	5.452	0.074	14.827	-0.011	0.008	0.006
Si	8.165	2.818	14.768	-0.007	0.009	0
Si	5.44	5.538	14.803	0.007	0.009	0.008
Si	8.162	-8.073	14.764	-0.008	-0.008	0.001
Si	5.431	-5.364	14.77	-0.012	0.002	0.002
Si	8.178	-2.635	14.753	-0.003	0.002	0.004
Si	-5.464	-0.022	14.983	0.005	0.003	-0.001
Si	-2.736	2.701	14.93	-0.002	0.014	-0.006
Si	-5.467	5.409	14.985	-0.001	-0.011	-0.003
Si	-2.729	8.171	14.935	0.002	-0.008	-0.001
Si	-5.45	-5.463	15.009	-0.01	0.008	0.006
Si	-2.737	-2.704	14.923	0.002	0.014	0.003
Si	17.38	-1.103	0.077	0.102	-0.194	0.729
Si	20.124	1.606	-0.065	0.33	-0.313	0.649
Si	17.789	3.758	0.174	-0.033	0.34	0.651
Si	20.291	7.007	-0.107	0.218	-0.245	0.732
Si	18.061	-7.087	-0.091	-0.247	0.239	0.8
Si	20.657	-4.252	-0.04	-0.168	0.089	0.715
Si	23.465	-1.685	-0.176	-0.155	0.271	0.704
Si	25.704	1.649	-0.09	0.12	-0.212	0.745
Si	23.485	3.851	0.03	-0.16	0.027	0.72
Si	26.22	6.599	0.067	-0.16	0.112	0.736
Si	22.958	9.928	-0.119	0.072	-0.228	0.754
Si	9.357	-3.83	0.15	0.126	-0.059	0.749
Si	12.14	-0.773	0.102	0.028	-0.289	0.637
Si	15.315	1.242	0.211	-0.157	0.074	0.713
Si	12.035	4.201	0.193	0.361	-0.148	0.611
Si	14.725	7.155	-0.089	0.096	-0.206	0.651
Si	12.295	-7.1	-0.11	-0.158	0.202	0.694
Si	14.705	-4.18	-0.117	0.223	0.117	0.717
Si	19.088	-0.03	1.294	-0.025	-0.006	-0.04
Si	21.805	2.7	1.231	-0.003	-0.006	-0.027
Si	19.082	5.443	1.196	-0.013	0.012	-0.04
Si	21.869	8.222	1.162	-0.02	0.031	-0.054
Si	19.101	-5.447	1.245	0.017	-0.023	-0.034
Si	21.872	-2.715	1.242	0.007	0	-0.055
Si	24.527	0.009	1.146	0.007	0.006	-0.027
Si	10.939	2.73	1.61	0.005	-0.013	-0.038
Si	24.596	5.455	1.336	0.003	-0.027	-0.061
Si	10.802	-8.227	1.291	0.023	-0.004	-0.038
Si	24.553	-5.369	1.286	-0.009	-0.007	-0.058
Si	10.984	-2.557	1.251	0.029	0.022	-0.048
Si	13.67	0.188	1.507	0.034	-0.002	-0.022
Si	16.415	2.68	1.656	-0.001	-0.023	-0.017
Si	13.716	5.444	1.236	0.027	0.032	-0.056
Si	16.364	8.213	1.212	0.033	0.006	-0.024
Si	13.48	-5.54	1.28	-0.032	-0.029	-0.048
Si	16.174	-2.765	1.202	-0.021	-0.031	-0.035
Si	17.839	1.293	2.821	0.043	-0.027	0.034
Si	20.476	4.116	2.591	0.006	-0.005	0.013
Si	17.705	6.799	2.577	0.003	0.005	0.013
Si	20.491	9.533	2.607	0.017	0.004	0.048
Si	17.665	-4.072	2.535	-0.006	0.005	0.004
Si	20.487	-1.375	2.6	-0.015	-0.005	-0.001
Si	23.146	1.314	2.588	0.028	0.014	0.01
Si	25.859	4.119	2.792	0.003	0.019	0.051
Si	23.192	6.861	2.582	-0.026	-0.008	0.017
Si	25.904	-6.756	2.63	0.007	0.018	0.011
Si	23.207	-4.031	2.675	-0.002	-0.004	0.039
Si	9.56	-1.244	2.622	-0.036	0.021	0.019
Si	12.333	1.443	2.913	0.002	0.003	0.042
Si	14.99	4.14	2.742	-0.032	0.029	0.001
Si	12.263	6.764	2.621	0.016	-0.022	0.033
Si	14.986	-6.786	2.609	-0.015	-0.007	0.031
Si	12.232	-4.041	2.611	0.006	0.001	0.011
Si	14.961	-1.381	2.692	0.037	-0.004	0.017
Si	16.383	-0.057	4.06	-0.026	0.016	-0.009
Si	19.176	2.758	4.044	-0.008	0.004	0.001
Si	16.391	5.492	4.028	0.019	-0.009	0.016
Si	19.091	8.169	3.938	-0.001	0.017	-0.013
Si	16.35	-5.417	3.959	-0.014	0.003	0.003
Si	19.073	-2.736	3.921	-0.003	-0.015	-0.006
Si	21.819	-0.013	3.996	0.003	0.009	0.006
Si	24.471	2.703	4.024	-0.012	-0.005	-0.005
Si	21.824	5.491	3.954	-0.014	0	0.006
Si	24.546	-8.126	3.985	0.008	-0.01	0.001
Si	21.829	-5.419	3.994	0.002	-0.013	-0.011
Si	24.562	-2.651	4.017	-0.005	-0.013	-0.014
Si	10.898	0.022	4.091	-0.012	-0.028	0
Si	13.676	2.826	4.169	0.003	0.017	0.036
Si	10.895	5.459	4.045	0.037	-0.003	0
Si	13.637	8.152	3.97	0.002	-0.023	-0.02
Si	10.914	-5.413	4.012	0.033	0.003	0.025
Si	13.604	-2.737	4.027	-0.027	0.012	0.006
Si	17.719	-1.318	16.278	-0.008	0.02	-0.003
Si	20.394	1.377	16.339	-0.004	-0.004	0.004
Si	17.712	4.092	16.276	-0.009	0.008	-0.002
Si	20.352	6.754	16.202	0.007	-0.001	-0.005
Si	17.678	-6.76	16.191	0.007	0.008	0.002
Si	20.412	-4.041	16.292	0.005	-0.02	-0.006
Si	23.13	-1.313	16.302	0.018	-0.005	0.001
Si	9.558	1.47	16.073	0.007	0.006	-0.005
Si	23.09	4.034	16.259	0.001	-0.003	-0.003
Si	9.512	-9.449	16.086	0.001	-0.003	-0.019
Si	23.085	-6.793	16.267	0	-0.005	-0.001
Si	9.533	-3.933	16.136	0.007	-0.012	-0.008
Si	12.315	-1.25	16.147	0.001	0.016	-0.002
Si	14.977	1.394	16.216	-0.006	-0.001	-0.008
Si	12.267	4.11	16.092	-0.008	0.001	-0.03
Si	15.017	6.87	16.184	0.001	0.005	-0.004
Si	12.291	-6.736	16.14	0.016	0.016	-0.014
Si	15.014	-4.005	16.196	0.003	-0.005	0.003
Si	19.044	0.006	17.721	0.006	0.01	0.018
Si	21.724	2.758	17.716	0.019	0.011	0.002
Si	19.048	5.441	17.679	0.019	0.009	-0.004
Si	21.677	8.109	17.532	0.008	0.026	0.002
Si	18.992	-5.414	17.583	0.02	-0.001	0.008
Si	21.77	-2.662	17.662	-0.012	0.004	-0.018
Si	24.443	0.063	17.706	0.004	0.002	0.018
Si	10.944	2.747	17.463	0.004	0	0.004
Si	24.465	5.355	17.595	0.014	0.02	0.008
Si	10.84	-8.065	17.412	-0.003	-0.003	0.01
Si	24.437	-5.397	17.605	-0.007	0.002	-0.012
Si	10.901	-2.538	17.456	-0.008	0	0.007
Si	13.603	0.084	17.609	-0.022	0.003	-0.003
Si	16.349	2.698	17.593	0.017	-0.007	0.034
Si	13.586	5.497	17.415	-0.017	-0.029	0.003
Si	16.366	-8.105	17.594	0.005	-0.01	0.017
Si	13.663	-5.394	17.502	-0.023	-0.024	-0.001
Si	16.339	-2.657	17.621	0.005	-0.018	0.021
Si	17.627	1.329	19.088	-0.022	0.003	-0.042
Si	20.334	4.067	19.137	-0.005	-0.013	-0.001
Si	17.697	6.841	19.005	-0.006	0.037	-0.01
Si	20.281	-6.882	18.878	-0.011	-0.052	-0.033
Si	17.718	-4.002	18.991	0.004	-0.01	-0.009
Si	20.465	-1.318	19.102	0.004	0.013	-0.01
Si	23.079	1.439	19.115	0.02	-0.006	-0.021
Si	9.616	4.145	18.746	0.009	0.003	-0.057
Si	22.975	6.656	18.83	-0.046	-0.022	-0.047
Si	9.502	-6.666	18.75	0.018	-0.002	-0.026
Si	23.109	-4.04	19.003	0.017	0	0.002
Si	25.858	-1.3	18.998	0.018	-0.014	-0.036
Si	12.209	1.442	18.981	-0.042	-0.028	-0.019
Si	14.909	4.124	18.76	0.006	-0.006	-0.054
Si	12.185	-9.456	18.698	-0.014	-0.017	-0.039
Si	15.035	-6.701	18.93	-0.02	0.041	-0.007
Si	12.206	-4.015	18.706	-0.002	0.002	-0.049
Si	14.952	-1.289	18.962	0.03	0.013	-0.006
Si	16.248	-0.047	20.499	0.01	0.021	0.043
Si	18.93	2.715	20.517	-0.017	0.003	0.061
Si	16.201	5.453	20.139	0.023	0.003	0.03
Si	19.017	8.167	20.469	0.016	-0.002	0.03
Si	16.371	-5.314	20.389	-0.016	-0.024	0.004
Si	19.131	-2.743	20.425	0.002	-0.037	0.052
Si	21.714	0.124	20.548	-0.027	0.008	0.04
Si	24.53	2.751	20.457	0.012	-0.004	0.046
Si	21.733	5.435	20.452	0.01	0.005	0.073
Si	24.327	8.052	20.034	0.012	-0.001	0.002
Si	21.662	-5.517	20.127	-0.018	0.01	0.012
Si	24.47	-2.62	20.342	-0.015	-0.011	0.052
Si	10.858	0.275	20.551	-0.017	-0.023	0.036
Si	13.607	2.834	20.208	-0.034	-0.026	0.062
Si	10.926	5.507	20.118	-0.004	-0.004	0.078
Si	13.502	-8.108	20.03	0.003	0.02	0.007
Si	10.819	-5.296	20.088	-0.013	-0.004	0.08
Si	13.468	-2.667	20.101	-0.016	0.012	0.049
Si	17.903	-1.254	21.759	-0.24	-0.117	-0.696
Si	20.007	1.136	21.948	0.32	0.242	-0.731
Si	17.161	3.876	21.567	0.137	-0.029	-0.722
Si	20.668	7.064	21.813	-0.177	-0.149	-0.707
Si	17.893	-6.501	21.757	-0.114	-0.136	-0.702
Si	20.266	-4.462	21.641	-0.029	0.183	-0.647
Si	23.433	-0.998	21.693	-0.16	-0.064	-0.738
Si	9.102	1.564	21.776	0.408	0.112	-0.587
Si	23.41	4.364	21.744	-0.193	-0.144	-0.718
Si	9.277	6.738	21.203	0.245	0.151	-0.697
Si	22.833	-7.102	21.325	-0.06	-0.03	-0.631
Si	26.02	-3.753	21.67	-0.101	-0.198	-0.786
Si	11.902	-1.641	21.534	0.154	0.42	-0.661
Si	14.999	1.625	21.655	-0.024	-0.191	-0.678
Si	12.528	4.456	21.505	-0.197	-0.151	-0.735
Si	14.645	-9.615	21.339	0.056	0.002	-0.715
Si	12.422	-6.497	21.307	-0.329	-0.211	-0.648
Si	14.603	-4.181	21.477	0.378	0.305	-0.574
Si	9.191	3.62	24.34	-0.015	-0.109	-0.097
Si	21.009	1.237	24.908	-0.055	0.059	-0.18
Si	13.361	-6.24	-5.153	0.023	-0.058	-0.048
Si	27.748	4.512	24.808	0.052	0.035	-0.014
Si	21.821	-4.34	24.366	0.092	-0.046	-0.186
Si	18.696	-2.904	-2.117	0.073	-0.086	0.182
Si	11.464	-5.72	23.899	0.057	0.105	-0.14
Si	16.898	0.313	25.734	0.001	0.095	0.017
Si	19.5	-4.374	25.843	-0.106	-0.06	-0.017
Si	13.092	-2.32	-2.021	0.03	0.004	-0.05
Si	14.344	0.865	24.522	-0.141	0.011	-0.182
Si	7.759	3.13	-5.349	-0.027	0.076	-0.002
Si	17.258	5.328	24.302	-0.097	-0.038	-0.028
Si	22.48	3.715	-4.411	-0.124	0.043	0.089
Si	15.687	3.226	-1.967	0.06	-0.012	0.196
Si	16.158	-8.166	23.732	0.049	0.048	-0.093
Si	8.688	5.837	-5.597	0.014	-0.154	0.128
Si	8.929	-1.592	-4.898	-0.017	0.116	0.007
Si	10.856	3.122	-2.172	-0.06	-0.006	0.162
Si	11.059	-3.272	-3.814	-0.036	0.014	-0.055
Si	18.163	-0.821	-6.626	-0.031	0.013	-0.01
Si	1.988	-7.209	-6.206	0.023	-0.095	0.069
Si	14.804	5.919	-2.799	0.117	0.036	0.023
Si	20.098	5.846	24.749	0.006	0.041	-0.224
Si	9.937	6.514	23.998	0.044	-0.067	-0.005
Si	10.491	-5.615	-2.234	0.089	-0.137	0.182
Si	22.556	-1.494	24.598	0.05	0.038	-0.085
Si	21.358	-6.886	-4.871	0.103	-0.031	-0.084
Si	20.117	-1.601	-4.572	0.093	0.032	0.001
Si	10.93	2.629	-5.017	-0.09	0.036	0.081
Si	20.364	2.455	-2.789	0.04	0.008	0.102
Si	16.116	-3.111	-6.452	0.028	-0.047	0.015
Si	21.528	5.056	-2.099	-0.046	0.026	0.055
Si	1.947	-4.252	-7.024	0.051	-0.013	-0.017
Si	17.649	2.996	-4.091	0.051	0.039	-0.019
Si	9.816	6.089	-2.873	0.096	-0.066	0.197
Si	8.754	-6.297	-7.186	0.011	-0.01	-0.087
Si	12.395	7.303	-4.079	-0.034	0.036	-0.079
Si	10.848	0.033	-6.561	-0.129	-0.021	0.022
Si	22.64	-1.636	-3.221	0.018	-0.056	0.147
Si	13.208	-3.075	23.727	-0.013	-0.01	-0.151
Si	24.469	-5.538	23.563	0.002	-0.022	-0.014
Si	4.173	7.545	-6.724	-0.079	-0.014	0.046
Si	17.233	5.912	-4.566	-0.04	-0.011	-0.057
Si	17.237	2.156	-7.128	0.116	-0.088	-0.013
Si	16.728	-5.372	-2.227	0.006	0.058	0.053
Si	17.839	-2.203	24.697	0.001	-0.062	-0.102
Si	12.834	-1.392	26.084	-0.002	-0.057	0.018
Si	15.037	-6.731	26.232	-0.088	-0.034	-0.131
Si	18.821	6.044	-6.863	-0.128	0.014	0.016
Si	8.102	-6.052	-4.173	-0.028	0.043	0.085
Si	13.664	-3.257	-4.678	0.023	0.016	-0.033
Si	5.737	-3.956	-4.424	-0.082	-0.135	-0.04
Si	22.543	3.805	24.748	0.057	0.018	-0.119
Si	17.762	-1.399	5.372	0.008	-0.003	0.001
Si	20.51	1.379	5.382	-0.011	0	0.016
Si	17.762	4.108	5.361	0.003	0.002	0.007
Si	20.453	6.829	5.327	-0.001	-0.003	0.003
Si	17.732	9.54	5.308	0.006	-0.01	-0.007
Si	20.438	-4.07	5.323	-0.001	0.009	0
Si	23.179	-1.339	5.383	0.005	0.009	0.005
Si	25.874	1.408	5.411	0.005	0.018	0.009
Si	23.148	4.112	5.358	-0.011	-0.012	0.004
Si	9.527	6.823	5.372	-0.012	0.001	0.003
Si	23.189	-6.771	5.357	0.002	0.005	0.004
Si	9.526	-4.051	5.337	0.003	0.018	0.001
Si	12.261	-1.369	5.394	0.01	-0.001	0.014
Si	15.048	1.371	5.398	0.013	-0.001	-0.009
Si	12.25	4.143	5.45	-0.008	0.029	0.023
Si	15.01	6.841	5.366	-0.025	-0.007	0.002
Si	12.301	-6.776	5.338	-0.014	-0.001	-0.002
Si	15.009	-4.073	5.354	0.016	0.011	-0.003
Si	19.115	0.008	6.704	0.003	0.007	-0.002
Si	21.832	2.749	6.754	-0.002	0	-0.005
Si	19.112	5.473	6.716	-0.008	-0.003	-0.001
Si	21.817	-8.136	6.704	-0.002	0	-0.003
Si	19.089	-5.429	6.693	-0.01	0.002	-0.007
Si	21.8	-2.711	6.707	-0.004	-0.001	-0.005
Si	24.532	0.022	6.758	-0.005	-0.001	-0.002
Si	10.89	2.748	6.759	0.003	0.011	-0.004
Si	8.168	5.451	6.726	0.003	-0.003	-0.007
Si	10.909	-8.117	6.696	-0.007	-0.008	-0.008
Si	8.188	-5.424	6.712	-0.004	-0.007	-0.013
Si	10.894	-2.723	6.73	-0.008	0.004	-0.008
Si	13.645	0.015	6.719	-0.012	-0.009	-0.005
Si	16.409	2.743	6.729	0.006	-0.003	0.007
Si	13.651	5.5	6.748	-0.011	-0.008	0.005
Si	16.381	8.201	6.704	-0.006	0	-0.005
Si	13.655	-5.432	6.713	0.009	-0.007	-0.006
Si	16.38	-2.727	6.722	-0.002	-0.013	0.001
Si	17.764	1.374	8.071	-0.004	0.007	0.008
Si	20.457	4.109	8.091	-0.006	-0.017	0.002
Si	17.74	6.834	8.063	0.001	-0.004	-0.008
Si	20.454	-6.777	8.065	-0.005	-0.002	-0.004
Si	17.741	-4.076	8.077	-0.01	0	0.005
Si	20.463	-1.344	8.078	0.006	0	-0.004
Si	23.184	1.389	8.117	0.014	0.022	0.003
Si	9.534	4.118	8.097	-0.002	-0.009	0.005
Si	23.165	6.827	8.088	-0.012	-0.013	-0.005
Si	9.558	-6.764	8.064	0.024	0.029	-0.004
Si	23.164	-4.061	8.081	0	-0.006	-0.005
Si	9.545	-1.352	8.086	-0.003	-0.007	0.002
Si	12.285	1.382	8.073	-0.013	-0.005	-0.006
Si	15.024	4.11	8.064	-0.012	0.001	-0.002
Si	12.274	6.86	8.073	0.015	0.004	-0.006
Si	15.023	-6.772	8.073	0.006	0.015	0
Si	12.286	-4.069	8.063	-0.007	-0.006	-0.005
Si	15.022	-1.341	8.062	0.009	0.007	-0.004
Si	16.385	0.024	9.417	-0.001	0.007	0.008
Si	19.105	2.738	9.441	0	0.002	0.01
Si	16.381	5.469	9.421	0.001	0.001	0.004
Si	19.097	-8.134	9.432	-0.005	0.001	0.005
Si	16.377	-5.418	9.437	-0.005	-0.016	0.01
Si	19.096	-2.7	9.431	-0.005	-0.001	-0.003
Si	21.811	0.016	9.452	-0.007	-0.004	-0.002
Si	8.177	2.756	9.444	0.003	-0.004	0.006
Si	21.813	5.466	9.456	0.006	0	0.003
Si	8.177	-8.124	9.4	-0.002	0.01	-0.009
Si	21.805	-5.42	9.442	0.003	0.002	-0.005
Si	8.172	-2.7	9.429	0.003	0	-0.004
Si	10.918	0.024	9.418	-0.001	0.003	0.006
Si	13.657	2.751	9.414	-0.003	-0.001	0.003
Si	10.916	5.49	9.42	-0.002	0.007	-0.003
Si	13.648	-8.117	9.425	-0.018	-0.001	0
Si	10.919	-5.411	9.421	-0.001	-0.019	0.006
Si	13.654	-2.698	9.407	-0.005	-0.001	-0.003
Si	17.742	-1.329	10.786	-0.002	-0.005	0
Si	20.449	1.373	10.81	0.008	0.009	0.005
Si	17.737	4.103	10.782	-0.003	-0.01	-0.002
Si	20.445	-9.495	10.806	-0.006	-0.002	-0.004
Si	17.737	-6.776	10.793	-0.006	0.003	0.002
Si	20.447	-4.055	10.803	0.002	0.002	0.001
Si	23.159	-1.346	10.821	0.014	0.005	-0.003
Si	9.558	1.397	10.763	0.002	0.01	0.004
Si	6.798	4.117	10.777	0.01	0	-0.002
Si	9.548	-9.462	10.761	-0.004	-0.002	-0.003
Si	6.82	-6.763	10.759	0.003	-0.004	0.002
Si	9.557	-4.042	10.765	0.013	-0.006	-0.001
Si	12.298	-1.328	10.756	-0.001	-0.004	-0.007
Si	15.028	1.396	10.767	-0.006	-0.003	0.002
Si	12.292	4.124	10.755	0.001	0.002	0.001
Si	15.011	6.832	10.767	-0.013	0.006	-0.008
Si	12.287	-6.754	10.775	0.009	0.017	0.001
Si	15.016	-4.042	10.775	0.005	-0.002	-0.003
Si	19.081	0.027	12.175	-0.001	-0.006	0.003
Si	21.801	2.728	12.176	0.003	-0.004	0.004
Si	19.085	5.454	12.154	0	0.002	0.004
Si	21.79	-8.137	12.179	0.011	0.003	-0.001
Si	19.085	-5.413	12.16	-0.006	-0.009	0.002
Si	21.787	-2.692	12.182	-0.001	-0.005	-0.008
Si	24.504	0.013	12.196	-0.01	-0.008	-0.002
Si	10.922	2.77	12.096	-0.004	-0.006	0.011
Si	8.166	5.505	12.091	0.001	0.002	-0.007
Si	10.918	-8.106	12.119	0.007	0.01	0.004
Si	8.184	-5.392	12.106	-0.007	0.003	-0.001
Si	10.926	-2.673	12.104	-0.008	0.002	0.001
Si	13.664	0.033	12.106	-0.004	0.001	0.006
Si	16.383	2.747	12.143	0.002	0.017	0.005
Si	13.655	5.473	12.122	-0.003	-0.001	-0.002
Si	16.362	8.188	12.132	-0.006	-0.013	0
Si	13.64	-5.385	12.124	-0.014	-0.01	-0.001
Si	16.381	-2.686	12.134	-0.011	0.005	-0.002
Si	17.721	1.391	13.536	-0.011	0.006	0.002
Si	20.425	4.075	13.522	0.013	-0.002	-0.001
Si	17.708	6.817	13.491	-0.008	0.005	0
Si	20.424	-6.777	13.534	0.003	0.004	0.001
Si	17.731	-4.038	13.509	0.004	-0.009	0.002
Si	20.431	-1.329	13.552	0.001	0.005	0.008
Si	23.135	1.36	13.556	0.017	-0.005	0.001
Si	9.537	4.146	13.414	-0.006	0.023	-0.008
Si	23.131	-9.509	13.548	-0.006	0.002	-0.002
Si	9.565	-6.721	13.462	0.001	0.002	0.012
Si	23.13	-4.055	13.551	-0.004	0.002	0.004
Si	25.857	-1.338	13.569	-0.002	0.005	-0.005
Si	12.299	1.411	13.431	0.003	0.004	0
Si	15.026	4.121	13.483	-0.009	-0.007	-0.003
Si	12.286	6.843	13.456	0.011	-0.021	0.003
Si	15.001	9.572	13.466	-0.008	0.019	-0.003
Si	12.29	-4.008	13.475	0.003	-0.003	-0.002
Si	15.029	-1.313	13.477	0.006	-0.008	-0.001
Si	16.358	0.025	14.886	-0.007	0	0.011
Si	19.077	2.737	14.92	0.006	-0.001	0.007
Si	16.375	5.463	14.876	0.007	0.002	0.011
Si	19.04	8.174	14.859	-0.004	-0.017	-0.002
Si	16.345	-5.389	14.834	-0.016	-0.007	0.003
Si	19.067	-2.686	14.908	-0.005	-0.01	0.012
Si	21.761	0.036	14.944	0.006	-0.001	0.005
Si	24.49	2.705	14.923	-0.006	-0.006	0.003
Si	21.769	5.425	14.884	0.002	0.005	0.001
Si	24.472	-8.149	14.92	0.007	0.002	0.003
Si	21.759	-5.407	14.91	0	0.001	0.001
Si	24.471	-2.68	14.914	0	0.001	-0.004
Si	10.932	0.073	14.779	-0.006	-0.004	0.005
Si	13.662	2.747	14.8	-0.005	0.007	0.015
Si	10.893	5.488	14.773	-0.014	-0.018	0.006
Si	13.648	8.207	14.807	-0.013	0	0.002
Si	10.917	-5.344	14.828	-0.003	0.01	0.012
Si	13.662	-2.649	14.826	0.006	0.009	0.003
Si	-31.445	-0.763	-0.02	0.093	-0.302	0.755
Si	-28.891	1.73	0.084	0.245	-0.069	0.766
Si	-31.092	3.974	-0.039	-0.261	0.164	0.695
Si	-28.991	7.103	-0.366	0.4	-0.24	0.629
Si	-31.015	-6.766	-0.031	-0.182	0.16	0.775
Si	-28.091	-4.035	0.015	-0.313	0.128	0.703
Si	-25.305	-1.466	0.028	-0.205	0.109	0.695
Si	-23.134	1.656	0.134	0.172	-0.212	0.747
Si	-25.434	3.835	0	-0.247	0.147	0.665
Si	-22.779	6.491	0.119	-0.276	0.257	0.678
Si	-26.038	9.856	-0.065	0.244	-0.265	0.731
Si	25.803	-3.767	0.113	0.007	-0.176	0.741
Si	28.832	-1.583	0.094	-0.037	0.137	0.75
Si	31.413	1.25	-0.099	-0.164	0.237	0.694
Si	28.314	4.324	0.189	0.225	-0.004	0.744
Si	31.141	7.201	0.085	0.043	-0.175	0.73
Si	28.912	-6.954	-0.015	-0.161	0.201	0.793
Si	31.18	-3.667	-0.08	0.141	-0.199	0.724
Si	-29.954	0.211	1.496	-0.021	0.004	-0.059
Si	-27.147	2.791	1.239	0.005	-0.007	-0.038
Si	-29.916	5.566	1.205	0.002	0	-0.029
Si	-27.234	8.154	1.052	-0.029	-0.001	-0.048
Si	-29.78	-5.231	1.233	0	-0.013	-0.045
Si	-26.997	-2.515	1.365	0.021	0.005	-0.04
Si	-24.303	0.081	1.439	0.012	0.032	-0.041
Si	27.159	2.753	1.428	-0.011	0.003	-0.06
Si	-24.429	5.429	1.389	0.037	-0.027	-0.07
Si	27.328	-8.09	1.327	0.01	0	-0.059
Si	-24.411	-5.407	1.315	-0.001	0.033	-0.046
Si	27.3	-2.655	1.482	0.012	0	-0.041
Si	29.955	0.07	1.31	0.016	-0.007	-0.053
Si	-32.68	2.809	1.255	0.007	-0.006	-0.054
Si	29.974	5.551	1.327	0.016	0.008	-0.041
Si	-32.564	8.374	1.347	0.015	0.001	-0.048
Si	30.051	-5.317	1.246	0.001	0.009	-0.035
Si	-32.513	-2.521	1.208	-0.017	0.016	-0.04
Si	-31.349	1.53	2.78	-0.025	0.017	0.02
Si	-28.505	4.211	2.592	-0.027	-0.026	0.006
Si	-31.248	6.895	2.639	-0.01	-0.003	0.022
Si	-28.496	9.571	2.563	0.03	-0.005	0.03
Si	-31.198	-3.935	2.597	-0.035	-0.021	-0.014
Si	-28.504	-1.242	2.682	-0.002	-0.02	-0.009
Si	-25.835	1.401	2.68	0.01	0.016	0.01
Si	-23.094	4.105	2.839	0.01	0.018	0.031
Si	-25.874	6.858	2.575	-0.029	0.023	0.002
Si	-23.135	-6.785	2.743	0.008	0.037	0.01
Si	-25.743	-4.007	2.73	-0.006	-0.009	0.02
Si	25.895	-1.23	2.67	-0.03	0.02	0.013
Si	28.603	1.411	2.688	-0.005	-0.012	0.007
Si	-33.967	4.171	2.662	0.003	-0.001	0.022
Si	28.637	6.877	2.738	-0.017	-0.008	0.042
Si	-33.92	-6.631	2.709	-0.018	0.004	0.026
Si	28.655	-4.085	2.715	0.014	-0.013	0.017
Si	-33.915	-1.263	2.667	0.002	0.012	0.042
Si	-32.623	0.077	4.105	-0.004	0.001	-0.008
Si	-29.877	2.865	4.028	-0.001	0.003	-0.003
Si	-32.584	5.515	4.022	0.009	0.005	0.004
Si	-29.86	8.241	3.993	-0.002	0.029	-0.018
Si	-32.538	-5.297	4.031	0.001	0.018	0.018
Si	-29.854	-2.64	4.026	0.006	0.02	0.013
Si	-27.172	0.072	4.091	0.02	0.007	0.013
Si	-24.496	2.731	4.123	0.022	-0.014	-0.01
Si	-27.177	5.515	4.025	0.02	-0.015	0.001
Si	-24.527	-8.149	4.046	0.007	-0.032	0.014
Si	-27.155	-5.412	4.016	0	0	-0.025
Si	-24.447	-2.681	4.176	0.004	-0.018	-0.005
Si	27.255	0.072	4.067	-0.023	0.005	0.001
Si	-35.311	2.787	4.032	0.011	-0.007	-0.006
Si	27.269	5.494	4.085	0.014	-0.01	-0.018
Si	-35.274	8.262	4.054	0.007	-0.013	-0.014
Si	27.262	-5.428	4.04	0.012	-0.001	0.006
Si	-35.268	-2.667	4.03	0.016	0.007	-0.031
Si	-31.294	-1.394	16.342	0.005	0.007	-0.017
Si	-28.574	1.343	16.432	-0.002	-0.009	-0.01
Si	-31.291	4.056	16.467	0.004	0.013	0.006
Si	-28.569	6.751	16.461	-0.013	0.01	-0.002
Si	-31.309	-6.85	16.389	-0.024	0.013	-0.007
Si	-28.587	-4.139	16.411	-0.002	0.002	-0.005
Si	-25.89	-1.4	16.423	0.001	0.01	-0.015
Si	25.839	1.373	16.33	-0.01	0.007	0.001
Si	-25.866	4.049	16.46	0.001	0.014	0
Si	25.81	-9.533	16.282	-0.01	0.002	-0.006
Si	-25.861	-6.879	16.463	-0.005	0.001	-0.005
Si	25.815	-4.055	16.255	0.019	0.002	0
Si	28.559	-1.336	16.333	0.008	0.012	-0.011
Si	-34.018	1.357	16.382	-0.001	-0.01	0
Si	28.563	4.067	16.337	-0.002	-0.001	-0.009
Si	-33.988	6.759	16.371	-0.007	0.014	0
Si	28.549	-6.825	16.243	0.006	0.007	-0.021
Si	-34.031	-4.106	16.326	-0.012	0.001	-0.021
Si	-29.929	-0.078	17.726	-0.001	0.007	-0.012
Si	-27.229	2.707	17.831	0.012	-0.018	0.004
Si	-29.918	5.408	17.861	0.01	0.001	-0.007
Si	-27.195	8.072	17.853	0.01	-0.029	0.025
Si	-29.975	-5.491	17.758	0.003	-0.006	0.008
Si	-27.199	-2.812	17.774	-0.01	0.006	-0.012
Si	-24.581	-0.04	17.828	-0.008	-0.005	0.012
Si	27.232	2.69	17.71	0.006	-0.005	0.009
Si	-24.494	5.356	17.871	0.001	0.021	0.007
Si	27.159	-8.129	17.6	0.006	0.006	-0.02
Si	-24.498	-5.545	17.842	0.02	0	0.002
Si	27.168	-2.711	17.627	-0.005	0.003	0.012
Si	29.889	0.018	17.756	-0.025	-0.004	-0.013
Si	-32.69	2.687	17.803	-0.006	-0.015	0.038
Si	29.913	5.408	17.719	0.009	-0.013	0.006
Si	-32.633	-8.233	17.774	0.004	-0.009	0
Si	29.896	-5.522	17.638	-0.001	0.011	0.01
Si	-32.688	-2.732	17.676	0.015	-0.005	0.002
Si	-31.312	1.234	19.08	-0.025	-0.012	-0.028
Si	-28.53	4.07	19.254	-0.006	0.029	0
Si	-31.286	6.758	19.231	-0.02	0.029	-0.016
Si	-28.626	-6.874	19.125	0.004	0.009	-0.032
Si	-31.382	-4.102	19.053	0.015	-0.012	-0.022
Si	-28.571	-1.452	19.089	0.008	0	-0.022
Si	-25.926	1.354	19.247	0.018	-0.012	-0.021
Si	25.854	4.056	19.015	-0.012	0.014	-0.018
Si	-25.793	6.74	19.283	-0.013	0.027	-0.03
Si	25.755	-6.792	18.933	0.03	-0.001	-0.02
Si	-25.878	-4.191	19.18	-0.016	0.024	-0.009
Si	-23.225	-1.506	19.071	-0.013	-0.013	-0.035
Si	28.573	1.391	19.184	0.023	0.021	-0.022
Si	31.209	4.064	19.191	-0.017	-0.033	-0.027
Si	28.513	-9.477	18.948	-0.004	0.007	-0.017
Si	31.236	-6.868	19.058	0.007	-0.017	-0.025
Si	28.46	-4.194	18.919	-0.023	-0.005	-0.036
Si	31.224	-1.414	19.058	0.005	0.003	-0.011
Si	32.583	-0.125	20.472	0.006	0.025	0.02
Si	-29.948	2.613	20.43	-0.021	-0.015	0.04
Si	32.599	5.403	20.569	0.03	0.003	0.048
Si	-29.907	8.118	20.601	0.01	-0.023	0.046
Si	32.573	-5.491	20.414	-0.014	0.02	0.056
Si	-29.969	-2.805	20.397	-0.008	-0.02	0.045
Si	-27.282	-0.095	20.515	-0.002	-0.003	0.023
Si	-24.583	2.629	20.763	-0.006	0.014	0.019
Si	-27.121	5.37	20.706	0.03	-0.022	0.05
Si	-24.442	8.111	20.733	-0.046	-0.014	0.037
Si	-27.286	-5.531	20.502	-0.017	-0.015	0.046
Si	-24.466	-2.905	20.536	0.03	0.012	0.041
Si	27.221	-0.02	20.48	-0.012	-0.024	0.06
Si	29.839	2.758	20.681	0.014	0.033	0.064
Si	27.16	5.527	20.3	-0.023	-0.008	0.066
Si	29.815	-8.192	20.4	-0.007	0.017	0.038
Si	27.046	-5.446	20.356	-0.004	0.014	0.02
Si	29.855	-2.898	20.251	0.004	0.008	0.06
Si	34.16	-1.331	21.787	-0.287	-0.185	-0.624
Si	-28.946	0.998	21.803	0.346	0.218	-0.642
Si	33.779	3.715	21.755	-0.005	0.212	-0.703
Si	-28.235	7.027	21.922	-0.192	-0.039	-0.742
Si	34.156	-6.559	21.775	-0.102	-0.239	-0.748
Si	-28.896	-4.372	21.77	0.2	0.165	-0.771
Si	-25.671	-1.307	21.733	-0.158	-0.119	-0.676
Si	25.693	1.197	21.813	0.237	0.15	-0.662
Si	-25.604	4.264	22.256	-0.329	-0.278	-0.658
Si	25.48	6.669	21.467	0.185	0.002	-0.778
Si	-26.122	-6.982	21.93	0.214	0.011	-0.714
Si	-22.813	-4.051	21.848	-0.234	-0.015	-0.695
Si	28.391	-1.748	21.599	-0.023	0.25	-0.704
Si	31.559	1.517	21.81	-0.282	-0.041	-0.761
Si	28.647	4.565	21.824	-0.064	-0.39	-0.676
Si	30.994	-9.675	21.789	0.219	0.131	-0.706
Si	28.559	-6.651	21.667	-0.219	-0.239	-0.71
Si	30.862	-4.482	21.665	0.274	0.172	-0.72
Si	11.713	5.292	-6.208	0.014	-0.003	0.06
Si	-25.608	-2.858	25.77	-0.098	0.009	0.051
Si	27.798	6.711	-4.995	-0.17	-0.048	0.001
Si	31.741	0.249	-5.707	-0.088	0.031	-0.15
Si	29.566	-7.282	-5.882	-0.037	0.04	-0.037
Si	-24.358	-3.704	-6.728	0.047	0.061	0.025
Si	26.556	-7.703	23.76	-0.027	0.169	-0.18
Si	-31.528	-2.591	24.74	-0.009	-0.038	-0.12
Si	27.612	-5.111	-2.159	-0.011	0.025	0.12
Si	25.438	-1.696	-4.33	0.03	-0.029	-0.048
Si	31.186	-1.781	25.916	0.026	-0.068	-0.141
Si	27.223	-0.102	-2.235	-0.081	0.087	0.125
Si	-25.151	6.81	26.178	0.02	-0.11	0.119
Si	-25.971	-6.755	-3.119	-0.066	-0.031	0.022
Si	29.975	3.104	-2.059	0.083	-0.104	0.016
Si	-32.324	7.823	23.749	-0.058	0.067	-0.022
Si	27.125	-0.472	-6.712	-0.12	-0.088	0.091
Si	-28.573	0.294	24.559	0.047	0.069	-0.068
Si	-29.505	4.218	26.176	0.016	0.01	-0.025
Si	29.187	-3.464	-4.232	-0.091	-0.079	-0.076
Si	-20.634	-7.114	24.756	0.029	0.065	0.007
Si	25.305	6.186	-6.596	0.051	0.024	-0.041
Si	32.264	5.295	-2.04	0.166	-0.055	0.068
Si	-30.206	5.632	23.733	0.057	-0.007	-0.04
Si	16.234	-6.004	-5.259	-0.044	0.059	0.042
Si	25.563	-4.925	-4.294	0.024	0.086	0.064
Si	31.38	-5.292	-4.768	-0.061	0.038	-0.027
Si	-23.419	-5.545	-4.442	-0.021	-0.003	0.11
Si	-29.843	-1.988	-6.341	-0.072	-0.006	-0.033
Si	25.297	4.275	-4.221	0.111	0.043	-0.01
Si	-29.473	-0.031	-2.217	-0.134	-0.016	0.177
Si	-25.66	0.165	25.763	-0.044	-0.049	-0.047
Si	-26.353	6.744	-4.555	-0.051	0.089	0.024
Si	31.544	-4.412	24.696	-0.072	-0.119	-0.008
Si	-26.53	4.076	25.36	0.114	0.014	-0.129
Si	23.709	-6.959	-3.103	0.055	0.062	0.154
Si	29.876	-0.129	23.743	0.054	-0.051	-0.006
Si	-27.933	-2.566	-2.802	0.07	-0.032	0.221
Si	29.142	-0.324	-4.396	-0.021	-0.059	0.081
Si	-25.52	-0.996	-2.98	0.067	0.11	-0.006
Si	21.328	4.732	-7.012	-0.019	0.095	-0.041
Si	-24.54	-5.274	24.101	0.002	-0.072	-0.117
Si	22.725	7.569	-7.068	-0.065	-0.038	-0.055
Si	-31.97	6.036	-4.835	0.103	0.042	-0.092
Si	-30.585	0.719	-4.894	0.091	-0.147	-0.039
Si	-32.235	-4.912	-2.321	-0.048	0.096	0.197
Si	27.516	-5.061	-6.434	0.04	0.078	0.144
Si	27.402	1.598	24.382	-0.125	0.083	-0.043
Si	25.666	7.03	-2.908	0.034	-0.046	0.129
Si	-28.722	-6.623	-4.261	0.094	0.086	0.012
Si	21.946	-3.769	-4.99	-0.039	0.038	0.153
Si	28.172	3.641	-4.515	-0.09	0.119	0.143
Si	18.603	-7.958	-5.233	-0.056	-0.081	0.002
Si	-27.672	-2.447	23.875	0.029	-0.012	-0.108
Si	-31.223	-1.299	5.417	-0.008	-0.002	-0.005
Si	-28.55	1.448	5.413	-0.019	0.014	-0.004
Si	-31.236	4.174	5.423	-0.004	-0.01	-0.003
Si	-28.538	6.865	5.401	-0.006	-0.001	-0.011
Si	-31.216	9.593	5.379	-0.012	-0.007	0.006
Si	-28.529	-4.051	5.392	-0.004	-0.012	-0.006
Si	-25.847	-1.319	5.485	-0.001	-0.014	-0.004
Si	-23.159	1.398	5.566	0	0.028	0
Si	-25.853	4.129	5.44	-0.013	0.008	0.002
Si	25.887	6.854	5.398	-0.005	0.003	0.006
Si	-25.842	-6.775	5.437	0.007	0.021	-0.002
Si	25.911	-4.034	5.376	-0.009	0.007	-0.003
Si	-36.661	-1.325	5.392	0.006	0	-0.005
Si	-33.987	1.424	5.44	-0.007	0.002	0.008
Si	-36.658	4.125	5.424	-0.005	0.014	0.008
Si	-33.933	6.868	5.402	-0.016	-0.002	0.013
Si	-36.663	-6.756	5.427	-0.013	-0.016	0.003
Si	-33.919	-3.999	5.424	-0.011	-0.009	0.001
Si	-29.882	0.057	6.793	0.003	-0.004	0.002
Si	-27.199	2.766	6.819	0.005	0	-0.003
Si	-29.884	5.509	6.799	-0.005	0	0.002
Si	-27.19	-8.134	6.812	0.006	-0.001	-0.003
Si	-29.877	-5.4	6.788	0.006	0.001	-0.008
Si	-27.202	-2.707	6.817	0.011	-0.001	0.002
Si	-24.501	0.006	6.897	0.005	-0.004	-0.003
Si	27.244	2.764	6.77	-0.002	-0.002	-0.001
Si	24.524	5.466	6.729	0.007	0	-0.008
Si	27.252	-8.124	6.776	0.009	-0.001	-0.004
Si	24.542	-5.407	6.727	0.001	-0.008	-0.007
Si	27.266	-2.691	6.759	0	-0.008	-0.007
Si	-35.331	0.039	6.786	-0.003	0.009	-0.002
Si	-32.593	2.776	6.777	0.006	-0.003	-0.002
Si	-35.292	5.492	6.772	0.008	-0.011	-0.007
Si	-32.574	8.222	6.765	0.006	0.002	-0.005
Si	-35.293	-5.386	6.77	0.002	0.004	-0.005
Si	-32.574	-2.659	6.802	0.002	0.003	-0.001
Si	-31.257	1.398	8.16	-0.006	0.007	-0.002
Si	-28.558	4.118	8.182	-0.004	0.006	-0.005
Si	-31.248	6.85	8.162	0.009	0.013	0.002
Si	-28.546	-6.776	8.178	-0.008	0	-0.001
Si	-31.24	-4.051	8.165	-0.01	0.004	-0.002
Si	-28.554	-1.334	8.178	-0.013	-0.004	-0.011
Si	-25.867	1.385	8.221	-0.001	-0.005	-0.01
Si	25.882	4.123	8.119	0.004	-0.002	0.005
Si	-25.857	6.813	8.209	-0.003	0.004	-0.007
Si	25.887	-6.761	8.119	0.003	0.004	-0.006
Si	-25.857	-4.074	8.209	-0.009	-0.002	-0.007
Si	25.891	-1.34	8.117	-0.005	0.008	-0.001
Si	28.587	1.392	8.142	-0.012	-0.011	-0.001
Si	-33.954	4.12	8.149	-0.002	0.016	-0.004
Si	28.611	6.831	8.137	-0.014	-0.004	0.005
Si	-33.95	-6.763	8.14	-0.011	-0.006	-0.004
Si	28.615	-4.047	8.137	0.002	0.005	-0.001
Si	-33.96	-1.317	8.153	-0.004	0.004	-0.004
Si	-32.61	0.031	9.531	-0.006	-0.006	-0.001
Si	-29.906	2.741	9.546	0.001	-0.003	-0.002
Si	-32.602	5.47	9.524	0.007	-0.005	-0.003
Si	-29.895	-8.141	9.551	0	0	0.004
Si	-32.6	-5.42	9.527	0.003	0	0.001
Si	-29.9	-2.702	9.553	0.003	0.003	0.006
Si	-27.209	0.003	9.579	0.006	-0.004	0
Si	24.534	2.75	9.48	0.008	-0.011	0.005
Si	-27.204	5.446	9.576	0	-0.005	-0.001
Si	24.521	-8.136	9.465	0.009	0.007	-0.005
Si	-27.202	-5.44	9.577	0.008	0	0.002
Si	24.519	-2.706	9.46	-0.006	-0.006	-0.005
Si	27.234	0.022	9.496	0	0.004	0.003
Si	29.959	2.745	9.502	-0.002	-0.01	-0.005
Si	27.246	5.467	9.493	0.003	0	0.002
Si	29.968	-8.132	9.506	0.007	-0.002	-0.002
Si	27.246	-5.413	9.491	-0.002	-0.004	0.001
Si	29.965	-2.693	9.512	0	-0.001	-0.001
Si	-31.271	-1.347	10.91	-0.011	0.003	-0.005
Si	-28.572	1.364	10.935	-0.012	0	-0.005
Si	-31.265	4.097	10.909	-0.007	0.004	-0.002
Si	-28.56	-9.518	10.938	-0.002	0.005	-0.002
Si	-31.261	-6.794	10.911	0.007	-0.003	-0.004
Si	-28.561	-4.079	10.936	-0.006	0.002	-0.004
Si	-25.862	-1.37	10.96	-0.001	-0.002	-0.003
Si	25.873	1.382	10.853	-0.007	0.008	0.006
Si	23.161	4.104	10.83	0.002	-0.001	-0.003
Si	25.874	-9.497	10.843	0	-0.004	0.001
Si	23.153	-6.778	10.82	-0.009	-0.005	-0.002
Si	25.869	-4.06	10.841	0	0.001	-0.004
Si	28.592	-1.336	10.863	-0.008	0.002	-0.006
Si	-33.978	1.383	10.89	-0.001	0.006	-0.001
Si	28.593	4.094	10.864	-0.004	-0.001	0.002
Si	-33.971	6.815	10.887	-0.003	0	-0.001
Si	28.593	-6.782	10.864	-0.005	0.005	-0.001
Si	-33.971	-4.066	10.886	-0.008	0.003	-0.001
Si	-29.927	0	12.301	0	-0.007	-0.005
Si	-27.221	2.703	12.327	0.003	-0.01	0.001
Si	-29.911	5.432	12.302	0.004	-0.007	-0.006
Si	-27.205	-8.184	12.328	0.006	-0.003	0.004
Si	-29.909	-5.457	12.297	-0.006	0.003	0.003
Si	-27.209	-2.74	12.326	0.001	0.004	0.008
Si	-24.504	-0.03	12.345	0.01	0.004	0.004
Si	27.228	2.734	12.225	0.002	-0.018	0.004
Si	24.512	5.458	12.203	0.008	0.003	-0.005
Si	27.229	-8.15	12.221	0.004	0.001	0.002
Si	24.5	-5.42	12.196	0.008	0.004	-0.005
Si	27.22	-2.698	12.21	0.004	0.002	-0.004
Si	-35.341	0.014	12.246	-0.006	-0.011	0
Si	-32.622	2.729	12.27	0	0.002	-0.002
Si	-35.327	5.438	12.241	-0.002	-0.004	-0.001
Si	-32.612	8.151	12.272	0.002	0.008	0.004
Si	-35.336	-5.432	12.243	0.006	0	0
Si	-32.623	-2.719	12.271	0.006	0.003	0.002
Si	-31.284	1.368	13.663	-0.013	0.002	0.001
Si	-28.58	4.061	13.694	-0.012	0.014	0.001
Si	-31.269	6.783	13.666	0.003	-0.003	0.002
Si	-28.568	-6.831	13.686	-0.001	0.006	-0.006
Si	-31.283	-4.105	13.643	0.007	0	0.003
Si	-28.579	-1.376	13.67	-0.017	0.011	-0.005
Si	-25.868	1.335	13.7	-0.003	-0.007	0
Si	25.852	4.087	13.579	-0.01	0.015	0.001
Si	-25.864	-9.555	13.716	-0.002	0.001	0
Si	25.847	-6.791	13.563	0	-0.001	0.004
Si	-25.867	-4.115	13.712	-0.003	0.006	0.005
Si	-23.152	-1.41	13.712	0.006	-0.009	-0.005
Si	-36.71	1.37	13.605	-0.005	0.009	0.004
Si	-33.98	4.08	13.636	0.003	-0.008	-0.002
Si	-36.705	6.785	13.587	0.01	-0.008	0.004
Si	-33.991	9.506	13.612	-0.006	0.004	0.001
Si	-36.71	-4.057	13.579	-0.015	0.005	-0.003
Si	-33.991	-1.352	13.62	-0.01	0	0.002
Si	-32.651	0.001	15.009	0.009	-0.003	-0.005
Si	-29.939	2.708	15.071	0.002	-0.016	0
Si	-32.614	5.408	15.031	-0.007	-0.002	0.013
Si	-29.914	8.12	15.058	0.005	-0.008	0.01
Si	-32.646	-5.473	14.999	0.006	-0.004	0.004
Si	-29.923	-2.765	15.017	-0.003	-0.001	0.003
Si	-27.232	-0.026	15.054	0.003	0.002	0.005
Si	-24.515	2.678	15.089	0.006	-0.004	0.006
Si	-27.223	5.401	15.078	0.007	-0.002	-0.003
Si	-24.495	-8.232	15.107	0.011	-0.008	0.004
Si	-27.209	-5.501	15.075	-0.008	0	0.007
Si	-24.504	-2.769	15.087	0.01	0.004	0.01
Si	27.198	0.011	14.96	-0.006	-0.009	0.01
Si	-35.351	2.713	14.982	-0.006	-0.002	0.003
Si	27.209	5.432	14.955	0.003	-0.009	0.005
Si	-35.337	8.116	14.959	0.001	-0.005	-0.002
Si	27.199	-5.421	14.916	0.005	0.004	0
Si	-35.364	-2.709	14.97	0.005	0.006	0.001
Si	-15.277	-1.199	0.215	0.236	-0.119	0.773
Si	-12.556	1.504	0.041	0.166	-0.157	0.706
Si	-14.877	3.641	0.087	-0.049	0.222	0.681
Si	-12.708	6.867	-0.014	0.222	-0.045	0.603
Si	-14.865	9.189	0.02	-0.115	0.156	0.717
Si	-12.208	-4.367	0.196	-0.147	0.178	0.774
Si	-9.562	-1.672	0.205	-0.17	0.196	0.716
Si	-7.154	1.159	0.081	0.284	-0.097	0.704
Si	-9.131	3.608	0.088	-0.209	0.116	0.762
Si	-6.45	6.326	0.04	-0.084	0.063	0.771
Si	-9.905	-6.506	-0.036	0.147	-0.373	0.691
Si	-23.171	-3.744	0.193	0.013	-0.181	0.699
Si	-20.147	-1.409	0.31	-0.264	0.114	0.728
Si	-17.417	1.024	0.435	-0.077	0.081	0.795
Si	-20.483	4.31	0.297	0.179	-0.209	0.738
Si	-17.975	7.132	0.166	0.077	-0.164	0.72
Si	-20.294	-7.07	0.124	-0.052	0.258	0.668
Si	-18.027	-3.727	0.248	0.151	-0.235	0.729
Si	-13.654	-0.043	1.457	-0.011	0.016	-0.053
Si	-10.931	2.652	1.313	0.004	0.003	-0.037
Si	-13.789	5.333	1.361	-0.012	-0.044	-0.032
Si	-10.978	8.038	1.165	-0.019	0.015	-0.037
Si	-13.733	10.726	1.419	-0.001	-0.022	-0.074
Si	-11.06	-2.836	1.532	0.003	-0.025	-0.048
Si	-8.367	-0.162	1.535	0.006	-0.019	-0.055
Si	-21.657	2.748	1.553	-0.01	-0.011	-0.03
Si	-8.092	5.267	1.379	0.016	-0.014	-0.076
Si	-21.765	-8.213	1.488	0.007	-0.021	-0.04
Si	-8.374	-5.561	1.491	-0.021	-0.007	-0.055
Si	-21.741	-2.577	1.582	0.032	0	-0.046
Si	-18.989	-0.035	1.744	-0.003	-0.014	-0.05
Si	-16.279	2.623	1.638	0.01	0.002	-0.071
Si	-18.973	5.506	1.542	0.01	0.018	-0.063
Si	-16.391	8.18	1.489	0.031	0.015	-0.062
Si	-19.143	-5.43	1.415	0.017	-0.009	-0.047
Si	-16.376	-2.753	1.566	0.008	0.02	-0.066
Si	-14.93	1.27	2.95	-0.006	-0.033	0.032
Si	-12.291	4.042	2.695	-0.009	-0.016	0.004
Si	-15.08	6.704	2.793	0.013	0.013	0.001
Si	-12.295	9.359	2.711	0.025	0.005	0.006
Si	-15.015	-4.184	2.818	0.015	0.013	-0.001
Si	-12.351	-1.417	2.841	0.001	0.016	0.02
Si	-9.684	1.286	2.802	0.003	0.018	0.022
Si	-6.801	3.882	2.75	0.026	0.001	0.039
Si	-9.573	6.702	2.587	-0.015	-0.012	-0.025
Si	-6.861	-6.949	2.648	0.043	-0.003	-0.002
Si	-9.669	-4.182	2.881	-0.002	0.018	0.036
Si	-23.072	-1.245	2.925	-0.012	-0.01	0.022
Si	-20.382	1.376	2.948	-0.01	0.01	0.011
Si	-17.668	4.064	2.864	-0.019	-0.009	0.005
Si	-20.392	6.804	2.895	0	-0.009	0.042
Si	-17.732	-6.743	2.816	-0.022	0.008	0.007
Si	-20.445	-4.085	2.848	0	0.012	0.026
Si	-17.666	-1.442	3.028	0.01	-0.003	0.043
Si	-16.308	-0.054	4.317	0.004	0.02	-0.002
Si	-13.571	2.695	4.191	0.001	0.008	-0.019
Si	-16.357	5.401	4.245	0.018	0.011	0.018
Si	-13.656	8.05	4.117	-0.007	0.018	-0.002
Si	-16.368	-5.471	4.226	-0.031	-0.004	0.008
Si	-13.679	-2.803	4.189	-0.012	-0.003	-0.003
Si	-10.982	-0.072	4.199	0	0.003	-0.001
Si	-8.247	2.621	4.122	-0.003	0.02	-0.009
Si	-10.923	5.396	4.048	-0.005	0.01	0.007
Si	-8.239	8.042	4.021	-0.006	-0.003	0.009
Si	-11.011	10.738	4.164	-0.031	-0.005	-0.007
Si	-8.273	-2.821	4.201	-0.007	-0.004	-0.004
Si	-21.736	0.046	4.306	0.004	-0.021	0.022
Si	-19.029	2.742	4.255	0.014	0.006	0.003
Si	-21.76	5.443	4.225	0.011	-0.017	0.008
Si	-19.047	8.189	4.21	0.002	-0.008	-0.01
Si	-21.8	-5.454	4.174	0.003	0.003	0.008
Si	-19.076	-2.801	4.284	-0.005	0	-0.013
Si	-14.945	-1.394	16.469	-0.016	0.021	0.005
Si	-12.196	1.302	16.496	0.003	-0.008	-0.005
Si	-14.925	4.007	16.457	0	-0.004	-0.004
Si	-12.212	6.723	16.489	-0.003	0.001	-0.002
Si	-14.939	9.453	16.478	0.007	0.014	-0.006
Si	-12.224	12.191	16.488	-0.007	0.001	0.006
Si	-9.519	-1.423	16.477	-0.008	-0.002	-0.001
Si	-23.182	1.275	16.445	0.004	-0.011	0.001
Si	-9.511	4.002	16.483	0.009	-0.007	-0.005
Si	-23.137	-9.602	16.491	-0.01	-0.009	-0.007
Si	-9.496	9.466	16.43	0.003	-0.016	0.003
Si	-23.158	-4.176	16.441	-0.017	0.012	0.001
Si	-20.419	-1.425	16.411	-0.007	-0.008	-0.006
Si	-17.694	1.271	16.443	-0.011	0.012	-0.008
Si	-20.475	4.012	16.465	0.009	0.011	-0.015
Si	-17.69	6.72	16.459	-0.001	0.001	-0.002
Si	-20.439	-6.882	16.457	0.002	-0.005	0.001
Si	-17.677	-4.163	16.43	-0.021	0.004	-0.009
Si	-13.541	-0.067	17.853	0.002	0.001	0.017
Si	-10.852	2.655	17.914	0.004	0.006	-0.012
Si	-13.539	5.32	17.86	0.008	-0.021	-0.014
Si	-10.807	8.085	17.816	0.01	0.004	0.012
Si	-13.57	10.817	17.85	0.008	-0.016	0.011
Si	-10.854	-2.79	17.885	0.01	0.013	-0.001
Si	-8.183	-0.021	17.823	0.005	0.008	0.015
Si	-21.828	2.608	17.82	-0.008	0.002	-0.004
Si	-8.089	5.334	17.806	-0.021	0.001	-0.014
Si	-21.777	-8.245	17.862	0.021	0	0.006
Si	-8.153	-5.47	17.787	0.008	0.036	-0.019
Si	-21.78	-2.796	17.742	0.022	-0.002	0.007
Si	-19.063	-0.094	17.804	0.018	-0.001	-0.007
Si	-16.304	2.629	17.766	-0.006	-0.004	-0.004
Si	-19.108	5.386	17.797	0.001	-0.009	0.005
Si	-16.291	8.056	17.812	-0.005	-0.009	-0.003
Si	-19.029	-5.548	17.778	0.004	0.002	0.002
Si	-16.341	-2.765	17.774	0	-0.009	-0.013
Si	-14.898	1.342	19.159	-0.008	0.048	-0.035
Si	-12.18	4.017	19.33	-0.01	0.004	0.018
Si	-14.926	6.67	19.165	-0.008	0.025	-0.003
Si	-12.157	9.441	19.19	0.027	0.002	-0.023
Si	-14.979	12.229	19.131	0.014	0.009	-0.034
Si	-12.194	-1.424	19.276	-0.012	0.02	-0.017
Si	-9.501	1.306	19.318	0.007	-0.021	-0.006
Si	-23.213	3.893	19.231	-0.039	0	-0.003
Si	-9.42	6.71	19.17	-0.018	0.004	-0.017
Si	-23.134	-6.893	19.243	-0.012	-0.018	-0.014
Si	-9.496	-4.184	19.248	-0.023	-0.018	-0.018
Si	-6.765	-1.395	19.079	0.019	-0.007	-0.029
Si	-20.467	1.223	19.152	0.003	-0.008	-0.01
Si	-17.756	3.946	19.047	0.003	-0.023	-0.029
Si	-20.415	-9.594	19.253	0.021	0.002	-0.009
Si	-17.687	9.382	19.153	-0.026	0.011	-0.033
Si	-20.36	-4.123	19.079	0.007	0.023	-0.045
Si	-17.69	-1.438	19.177	-0.013	-0.02	-0.01
Si	-16.236	-0.089	20.435	0.02	-0.002	0.034
Si	-13.63	2.689	20.683	-0.011	-0.03	0.055
Si	-16.403	5.299	20.378	-0.014	-0.003	0.035
Si	-13.494	7.99	20.488	0.012	-0.02	0.062
Si	-16.342	10.825	20.409	-0.018	-0.007	0.019
Si	-13.61	-2.814	20.571	0.004	0.015	0.038
Si	-10.896	-0.052	20.748	0.003	-0.003	0.032
Si	-7.933	2.59	20.595	0.001	-0.052	0.049
Si	-10.714	5.357	20.661	0.053	0.019	0.053
Si	-8.008	8.098	20.48	0.011	-0.011	0.045
Si	-10.806	-5.571	20.688	0.009	-0.02	0.06
Si	-8.072	-2.775	20.476	0.016	-0.003	0.05
Si	-21.897	-0.157	20.414	0.003	-0.006	0.053
Si	-19.055	2.553	20.461	0.021	0.016	0.042
Si	-21.801	5.24	20.498	0.02	0.012	0.033
Si	-18.985	8.065	20.65	-0.002	-0.024	0.017
Si	-21.673	-5.495	20.433	0.017	0.008	0.055
Si	-19.05	-2.802	20.546	-0.006	-0.006	0.054
Si	-14.758	-1.208	21.875	-0.087	-0.193	-0.695
Si	-12.576	1.081	22.062	0.216	0.171	-0.65
Si	-15.405	3.797	21.835	0.278	0.094	-0.679
Si	-11.935	6.926	21.948	-0.06	-0.126	-0.624
Si	-14.799	9.558	21.588	-0.09	-0.095	-0.607
Si	-12.576	-4.5	21.862	0.303	0.216	-0.636
Si	-9.228	-1.298	21.878	-0.242	-0.176	-0.675
Si	-23.422	0.894	21.86	0.146	0.225	-0.69
Si	-8.871	4.326	21.811	-0.342	-0.23	-0.669
Si	-23.251	6.389	21.901	0.038	0.216	-0.682
Si	-9.604	9.065	21.914	-0.018	0.207	-0.686
Si	-6.399	-3.885	21.703	-0.152	-0.012	-0.717
Si	-20.777	-1.709	21.73	0.196	-0.008	-0.735
Si	-17.43	1.411	21.72	-0.137	-0.067	-0.705
Si	-20.188	4.106	21.79	-0.246	-0.265	-0.612
Si	-17.901	6.321	21.852	0.299	0.418	-0.631
Si	-20.118	9.754	21.813	-0.03	-0.173	-0.673
Si	-17.863	11.928	21.83	0.129	0.168	-0.723
Si	-23.25	1.453	24.799	0.092	0.04	-0.068
Si	-15.848	-3.473	-6.939	0.001	0.049	0.044
Si	-20.105	6.566	-3.961	0.016	0.041	-0.012
Si	-15.126	2.747	-5.174	-0.08	-0.013	-0.064
Si	-19.58	5.437	-6.76	-0.012	0.031	-0.019
Si	-13.614	-2.618	-2.027	0.03	-0.005	0.088
Si	-22.51	6.836	24.783	0.075	0.004	-0.08
Si	-16.012	-3.093	24.019	0.039	0.076	-0.176
Si	-22.29	7.987	-5.012	0.053	-0.011	0.158
Si	-22.943	-0.269	-4.267	-0.18	0.013	0.004
Si	-19.239	0.022	23.861	0.031	0.078	-0.13
Si	-18.485	-3.048	-5.143	-0.02	-0.02	0.12
Si	-16.496	4.802	-7.156	0.017	-0.035	-0.147
Si	-11.58	6.374	-2.74	-0.034	-0.088	0.05
Si	-18.956	2.633	-1.831	0.027	0.007	0.003
Si	-17.229	3.557	26.042	-0.033	0.03	0
Si	-25.092	4.346	-2.919	0.084	-0.03	0.054
Si	-23.143	-0.825	-7.185	0.043	0.082	0.023
Si	-9.335	4.692	24.613	0.18	-0.071	-0.035
Si	-27.703	-6.681	-7.196	0.027	0.056	-0.079
Si	-11.808	-1.894	26.099	-0.121	0.199	0.012
Si	-25.237	1.584	-4.455	0.006	-0.065	-0.055
Si	-16.355	3.947	-2.731	-0.07	-0.034	0.155
Si	-12.36	5.449	24.574	-0.015	-0.046	-0.03
Si	-22.026	3.989	26.141	-0.087	0.015	-0.133
Si	-13.245	-3.888	24.677	-0.022	0.043	-0.013
Si	-16.206	-6.642	-2.825	0.066	0.003	0.143
Si	-9.615	-7.626	-2.827	-0.03	0.102	0.07
Si	-10.203	-0.844	-4.8	-0.079	-0.019	0.051
Si	-16.048	5.669	24.184	-0.223	-0.105	-0.191
Si	-11.359	-0.432	-2.116	-0.041	-0.014	0.215
Si	-18.875	-0.998	-6.825	-0.106	-0.043	-0.019
Si	-9.173	4.547	-2.877	0.002	0.034	0.134
Si	-27.204	-3.564	-7.153	-0.064	-0.03	-0.026
Si	-16.33	0.706	-6.924	0.01	-0.07	-0.014
Si	-22.733	6.116	-2.768	0.01	0.02	-0.01
Si	-30.136	-3.985	-4.224	-0.082	0.078	0.081
Si	-14.374	-4.544	-4.368	-0.112	0	0.085
Si	-21.136	0.536	-2.021	0.013	0.115	0.264
Si	-4.256	-5.537	-2.873	0.133	-0.059	0.206
Si	-17.935	-6.919	25.947	-0.007	0.027	-0.069
Si	-8.023	-5.525	23.894	0.002	-0.088	-0.039
Si	-15.366	-7.8	24.317	-0.069	-0.015	-0.041
Si	-17.148	6.785	-2.804	-0.014	-0.005	0.127
Si	-12.273	3.498	-6.204	0.013	0.166	-0.047
Si	-18.327	-4.599	-2.541	-0.036	-0.062	0.082
Si	-9.444	-3.022	24.543	0.143	0.125	-0.08
Si	-19.811	2.887	24.605	0.078	0.055	-0.16
Si	-29.213	6.859	-3.493	0.019	-0.086	0.178
Si	-12.448	6.66	-5.542	0.065	-0.044	-0.041
Si	-21.389	-5.193	-2	-0.014	-0.094	0.102
Si	-13.159	-6.642	25.836	0.016	0.072	0.07
Si	32.007	7.653	-6.973	0.046	0.004	0.055
Si	-12.812	2.381	24.874	-0.009	0.005	-0.046
Si	-14.977	-1.449	5.623	-0.001	-0.002	0.009
Si	-12.279	1.312	5.577	-0.007	-0.001	0.013
Si	-14.963	4.035	5.556	-0.003	-0.019	0.006
Si	-12.274	6.72	5.478	0	-0.009	-0.001
Si	-14.991	9.437	5.515	0.012	-0.01	-0.005
Si	-12.32	-4.178	5.533	0.012	0.005	0.008
Si	-9.61	-1.434	5.543	0.007	-0.007	0.004
Si	-6.911	1.29	5.529	0.003	0.007	0.005
Si	-9.586	4.031	5.454	-0.005	-0.02	0.005
Si	-23.169	6.827	5.485	-0.01	0.015	-0.001
Si	-9.572	9.404	5.454	0.009	-0.008	0.001
Si	-23.125	-4.072	5.541	-0.006	0.015	0.009
Si	-20.405	-1.383	5.613	0.005	-0.006	0.011
Si	-17.686	1.346	5.606	-0.006	-0.009	0.004
Si	-20.414	4.083	5.595	-0.014	0.01	0.008
Si	-17.713	6.789	5.571	-0.018	-0.005	0.004
Si	-20.435	-6.802	5.556	0.012	0.023	0.001
Si	-17.707	-4.141	5.626	0.002	0.013	0.011
Si	-13.626	-0.055	6.945	-0.001	-0.005	-0.004
Si	-10.907	2.682	6.887	0.005	-0.001	-0.001
Si	-13.61	5.393	6.902	0.006	-0.006	0
Si	-10.925	8.078	6.854	-0.003	0.007	-0.004
Si	-13.661	10.799	6.909	-0.016	0.01	0.001
Si	-10.956	-2.808	6.892	-0.007	0.008	0
Si	-8.247	-0.073	6.894	-0.007	0.008	0.005
Si	-21.785	2.723	6.937	0.001	-0.001	0.006
Si	-24.501	5.451	6.853	0.011	-0.006	-0.002
Si	-21.803	-8.171	6.89	-0.003	0.001	-0.007
Si	-24.498	-5.447	6.86	0.012	-0.004	0.003
Si	-21.778	-2.743	6.943	0.014	-0.009	-0.004
Si	-19.046	-0.022	6.96	0.004	-0.003	-0.001
Si	-16.32	2.694	6.947	0.007	0.005	-0.003
Si	-19.06	5.434	6.947	-0.001	0.003	0.004
Si	-16.335	8.114	6.927	-0.002	0.003	-0.004
Si	-19.076	-5.491	6.961	0.007	0.002	0.002
Si	-16.352	-2.779	6.978	-0.003	-0.001	0.005
Si	-14.983	1.31	8.304	-0.01	-0.008	0
Si	-12.267	4.026	8.266	-0.004	-0.001	-0.003
Si	-14.972	6.747	8.277	0	0.008	-0.01
Si	-12.271	9.444	8.244	0.005	0.001	-0.008
Si	-14.991	-4.159	8.305	-0.011	-0.002	-0.002
Si	-12.273	-1.433	8.283	0.002	0.001	-0.003
Si	-9.574	1.308	8.255	0.011	0.008	0.003
Si	-23.155	4.094	8.259	0.009	0.002	-0.005
Si	-9.571	6.731	8.226	0.002	-0.01	0.001
Si	-23.15	-6.806	8.25	0.004	0.01	-0.006
Si	-9.574	-4.168	8.224	0.009	0.004	-0.008
Si	-23.148	-1.367	8.27	-0.004	-0.009	-0.007
Si	-20.427	1.341	8.293	-0.011	-0.01	-0.012
Si	-17.693	4.056	8.295	0.003	0.004	-0.009
Si	-20.444	6.788	8.277	0.001	-0.006	-0.004
Si	-17.702	-6.858	8.299	-0.01	0.002	-0.006
Si	-20.424	-4.109	8.307	0.005	0.013	0.001
Si	-17.7	-1.396	8.321	0.007	0.003	0
Si	-16.336	-0.044	9.674	-0.007	-0.002	0.005
Si	-13.617	2.671	9.649	0.004	-0.006	0.001
Si	-16.328	5.398	9.657	0.003	-0.001	0.004
Si	-13.618	8.103	9.639	-0.005	-0.005	0.003
Si	-16.348	-5.505	9.669	-0.001	0.006	0.003
Si	-13.627	-2.789	9.65	-0.008	0.004	-0.001
Si	-10.918	-0.057	9.628	0.002	0.005	0
Si	-24.505	2.714	9.611	0.005	-0.001	0.001
Si	-10.913	5.387	9.622	0	-0.006	0.003
Si	-24.501	-8.176	9.606	0.011	-0.006	0.003
Si	-10.919	-5.512	9.612	-0.003	0.008	0.001
Si	-24.505	-2.742	9.612	0.008	0.001	0.003
Si	-21.784	-0.026	9.645	0.011	-0.001	0.005
Si	-19.056	2.689	9.653	0.003	0.001	0.001
Si	-21.789	5.42	9.639	-0.003	0.008	0.004
Si	-19.068	8.111	9.656	0.004	0	0.002
Si	-21.79	-5.477	9.644	0.006	-0.003	0.001
Si	-19.061	-2.759	9.671	0.001	0.003	0.006
Si	-14.974	-1.42	11.018	0.001	-0.001	0.003
Si	-12.263	1.302	11.004	-0.008	-0.008	0.005
Si	-14.973	4.031	11.02	-0.012	0.003	-0.005
Si	-12.261	6.742	11.002	-0.001	0.005	-0.001
Si	-14.974	9.457	11.018	-0.009	0.009	-0.005
Si	-12.258	-4.148	10.999	0.002	-0.001	-0.003
Si	-9.555	-1.424	10.971	0.01	0.003	0.004
Si	-23.151	1.341	10.986	-0.001	-0.004	-0.003
Si	-25.869	4.073	10.964	-0.002	0.013	-0.007
Si	-23.154	-9.544	10.989	0.005	0.003	0.003
Si	-25.86	-6.813	10.962	-0.007	0.011	-0.001
Si	-23.154	-4.113	10.99	0.002	0.005	-0.003
Si	-20.428	-1.394	11.016	0	-0.008	0
Si	-17.701	1.32	11.024	0.003	-0.006	0.001
Si	-20.425	4.05	11.003	-0.004	-0.001	-0.005
Si	-17.699	6.748	11.018	-0.01	-0.004	-0.004
Si	-20.428	9.476	11.009	0.005	0.004	0
Si	-17.701	-4.134	11.024	0	0.001	-0.001
Si	-13.61	-0.061	12.376	-0.007	-0.003	-0.002
Si	-10.896	2.66	12.357	0.005	0.003	0
Si	-13.605	5.381	12.383	-0.001	0.001	-0.003
Si	-10.901	8.103	12.361	-0.002	-0.003	0.002
Si	-13.606	10.815	12.377	-0.002	0.005	-0.001
Si	-10.902	-2.777	12.355	-0.002	0.003	0
Si	-8.193	-0.052	12.318	0.008	0.009	-0.003
Si	-21.787	2.685	12.359	0.012	0.004	0.001
Si	-24.511	5.409	12.347	0	-0.009	0.002
Si	-21.785	-8.212	12.366	0.004	-0.005	0.002
Si	-24.506	-5.48	12.355	0.01	-0.007	0.002
Si	-21.788	-2.769	12.36	0.002	-0.002	0.001
Si	-19.061	-0.045	12.383	0	0.003	0.005
Si	-16.331	2.669	12.386	-0.001	0.003	0.001
Si	-19.055	5.384	12.382	0.011	0.001	0.001
Si	-16.331	8.097	12.383	0.002	0	-0.001
Si	-19.06	-5.5	12.378	-0.002	0.003	0.001
Si	-16.326	-2.784	12.379	-0.005	0	-0.003
Si	-14.96	1.304	13.739	-0.002	-0.007	-0.002
Si	-12.236	4.017	13.739	-0.004	-0.007	0.003
Si	-14.963	6.741	13.748	-0.01	-0.001	0.002
Si	-12.245	9.458	13.745	-0.006	-0.001	0.001
Si	-14.953	-4.138	13.742	-0.003	-0.002	0
Si	-12.245	-1.416	13.74	-0.009	0.007	0.005
Si	-9.534	1.296	13.712	0.015	-0.015	0
Si	-23.161	4.037	13.715	-0.009	0.012	-0.004
Si	-9.539	6.739	13.715	0.001	0.001	-0.001
Si	-23.156	-6.864	13.722	0.003	0.007	0
Si	-9.537	12.188	13.712	0.004	0.002	0.007
Si	-6.826	-1.412	13.661	0.007	-0.003	0.002
Si	-20.431	1.321	13.731	-0.008	0.006	0.004
Si	-17.696	4.019	13.753	-0.005	0.001	0.005
Si	-20.424	6.742	13.735	0.001	-0.002	0.002
Si	-17.693	9.457	13.742	-0.007	0.012	0.001
Si	-20.434	-4.144	13.725	0.005	0.009	0.001
Si	-17.69	-1.425	13.728	0.006	-0.009	0.005
Si	-16.321	-0.067	15.085	0.005	-0.003	0.002
Si	-13.574	2.641	15.108	0	0.003	0.002
Si	-16.313	5.368	15.108	0.009	0.005	0.001
Si	-13.586	8.083	15.12	-0.001	0.01	0.005
Si	-16.302	-5.516	15.092	0.005	-0.005	0.007
Si	-13.594	-2.777	15.115	0.01	0.001	0.009
Si	-10.872	-0.063	15.104	0.003	0.004	0.001
Si	-8.177	2.671	15.06	-0.007	0.002	0.003
Si	-10.868	5.368	15.108	0.001	0	0.009
Si	-8.163	8.106	15.048	-0.004	0.001	-0.001
Si	-10.881	10.831	15.098	0.006	0.007	0.001
Si	-8.173	-2.757	15.06	0.012	0.01	0.003
Si	-21.795	-0.054	15.074	0.005	-0.002	0.001
Si	-19.072	2.663	15.116	-0.001	-0.008	0.008
Si	-21.801	5.38	15.086	0.007	-0.002	0.004
Si	-19.055	8.091	15.102	0.002	-0.003	-0.001
Si	-21.792	-5.519	15.08	-0.002	-0.011	0.003
Si	-19.053	-2.798	15.075	0.003	-0.004	0.006
O	2.804	0.099	22.009	0.059	-0.01	0.285
O	1.647	-6.941	23.172	-0.089	-0.084	0.227
O	2.639	-6.505	-2.8	-0.105	-0.586	-0.174
O	-0.956	7.264	22.876	0.614	0.39	0.123
O	-4.308	7.614	-5.775	0.072	-0.256	0.174
O	-5.802	7.234	-3.624	0.329	-0.419	0.006
O	0.152	5.214	-3.429	0.708	0.122	-0.134
O	-0.858	-3.399	-4.094	-0.515	-0.24	-0.53
O	-8.149	-0.142	22.269	-0.204	-0.159	0.023
O	-7.818	5.544	22.112	-0.101	0.05	0.429
O	2.259	-5.85	-7.026	0.132	-0.1	-0.154
O	-2.573	5.558	21.857	0.013	0.013	0.161
O	-4.471	-2.407	-4.833	0.014	-0.127	0.385
O	-4.525	-6.964	22.872	-0.388	0.368	0.246
O	-1.174	-1.429	23.624	-0.147	-0.092	0.091
O	2.476	-8.051	-0.253	-0.084	-0.089	-0.543
O	8.212	-2.793	-0.38	0.068	-0.148	-0.284
O	-0.578	-3.848	22.977	0.475	-0.211	0.466
O	6.559	3.775	22.561	0.334	-0.243	0.271
O	9.322	7.472	25.128	-0.618	0.019	-0.04
O	2.592	2.602	-0.349	0.105	0.096	-0.575
O	0.037	-7.084	-2.731	-0.3	-0.199	0.47
O	-15.577	-6.537	-1.326	0.069	0.464	-0.033
O	-10.536	-4.237	-4.596	-0.013	-0.151	0.549
O	9.223	6.684	-1.486	-0.306	0.514	-0.242
O	-3.923	3.118	-1.491	-0.179	-0.28	-0.414
O	-2.933	-2.784	-0.101	0.007	-0.364	-0.092
O	-0.812	7.65	25.398	0.367	0.157	-0.007
O	11.998	-6.197	25.318	0.052	0.118	-0.026
O	6.717	-1.061	-1.536	-0.113	0.229	-0.029
O	-8.565	2.28	-6.286	0.521	0.104	-0.172
O	-0.18	-0.005	-0.103	-0.412	-0.026	-0.227
O	6.509	-1.715	22.511	0.108	-0.099	0.372
O	8.504	-4.18	22.292	-0.367	0.303	-0.115
O	10.657	3.582	25.091	0.111	-0.383	0.6
O	5.367	1.077	26.083	0.282	-0.258	-0.312
O	5.532	-8.014	22.056	0.018	0.016	0.437
O	-1.853	5.391	24.577	0.455	-0.137	0.057
O	3.805	6.53	-1.495	-0.176	0.091	-0.365
O	-9.28	-2.013	-4.183	0.426	0.15	0.388
O	-0.023	-0.05	-2.878	-0.126	0.189	-0.017
O	-2.16	-1.724	-2.644	-0.335	0.143	0.429
O	1.265	-1.903	22.882	0.16	-0.308	0.376
O	6.603	3.108	-1.419	0.229	-0.504	-0.03
O	4.709	1.859	22.771	0.2	-0.245	0.442
O	1.39	-3.793	-5.59	0.168	0.409	0.11
O	14.544	2.272	25.27	0.041	-0.071	0.201
O	-1.195	6.047	-1.346	-0.03	0.162	-0.286
O	3.306	6.17	-6.656	0.338	-0.637	0.092
O	5.671	-5.457	-0.081	0.427	0.281	-0.286
O	-2.769	8.044	-0.559	0.167	-0.144	-0.399
O	-4.572	-0.993	-1.075	0.231	0.343	-0.297
O	0.626	4.163	-1.104	0.245	0.256	-0.381
O	11.994	3.866	22.929	-0.049	-0.539	0.022
O	-3.77	3.9	23.374	-0.323	-0.46	0.219
O	-6.767	4.379	-6.696	0.085	-0.392	0.312
O	-11.438	-0.337	25.751	0.055	0.12	-0.435
O	6.139	7.071	-2.575	0.317	-0.135	-0.44
O	-5.018	0.619	25.718	0.226	0.183	-0.063
O	2.89	-5.08	22.017	-0.071	0.106	0.364
O	-6.351	1.119	23.513	0.407	0.117	0.099
O	-9.627	-2.043	23.271	-0.42	0.266	0.1
O	7.272	-7.302	-1.177	0.403	-0.255	-0.12
O	10.992	5.413	-0.143	0.185	0.145	-0.22
O	3.833	-4.546	-1.504	-0.546	0.528	-0.109
O	7.774	-0.946	-3.969	0.001	0.287	-0.233
O	-6.322	-0.848	-5.882	-0.407	-0.066	0.238
O	-12.905	-3.751	-1.131	0.088	-0.358	-0.213
O	-0.015	2.831	22.151	-0.101	-0.219	0.524
O	-1.773	1.03	23.045	-0.164	0.283	0.387
O	10.932	0.198	-0.405	-0.023	-0.16	-0.34
O	-15.215	4.684	23.197	0.728	0.17	0.037
O	0.313	2.23	25.666	0.041	0.107	-0.303
O	-5.641	6.982	22.875	0.011	-0.363	0.361
O	-2.547	-5.422	22.146	-0.248	-0.189	0.56
O	-3.999	0.178	-5.518	-0.309	0.488	0.15
O	3.502	6.782	22.801	-0.362	0	0.412
O	-7.593	6.763	-5.996	0.188	-0.132	0.522
O	32.363	5.705	-3.58	-0.475	-0.031	0.017
O	0.785	-0.397	25.698	0.015	-0.128	-0.491
O	-1.097	-3.872	-1.448	0.579	-0.305	-0.33
O	-17.21	-3.158	-6.136	-0.262	-0.054	-0.215
O	-1.898	1.992	-0.493	-0.253	0.077	0.279
O	26.298	4.812	25.47	-0.175	0.507	-0.028
O	9.194	2.45	23.18	0.111	-0.338	0.248
O	-17.318	-0.559	-6.87	0.29	-0.549	-0.197
O	20.725	-2.809	-5.474	-0.174	-0.113	-0.701
O	-4.177	4.951	25.759	-0.279	-0.115	-0.091
O	7.443	-6.457	22.965	-0.174	-0.349	0.768
O	-8.284	7.97	-3.354	-0.063	0.121	-0.417
O	-2.443	1.03	-2.828	-0.393	-0.056	-0.075
O	5.333	3.552	24.778	-0.494	-0.341	0.222
O	6.975	3.002	-3.958	0.204	-0.068	0.121
O	-1.715	-6.526	-4.524	-0.262	0.178	0.204
O	5.848	-2.702	-3.424	-0.241	-0.203	0.237
O	30.597	0.33	-4.57	0.013	0.415	0.434
O	-21.634	-0.177	-3.362	0.199	-0.556	-0.157
O	26.672	3.48	-3.892	-0.234	-0.285	0.174
O	-11.438	-1.418	-5.669	-0.169	0.085	0.109
O	22.909	-1.713	23.048	-0.152	-0.522	0.018
O	3.585	-6.27	25.048	-0.014	0.554	-0.407
O	-3.459	-4.846	-5.655	0.053	-0.163	0.091
O	13.122	-0.932	-1.218	0.501	0.446	-0.156
O	1.644	-1.384	-1.273	0.396	-0.289	-0.086
O	-10.743	7.676	-2.296	-0.049	0.075	0.304
O	-3.273	7.502	24.183	0.066	-0.189	0.37
O	2.636	0.28	-3.093	-0.252	0.182	-0.07
O	-16.487	-2.755	25.509	-0.108	-0.423	0.168
O	14.652	-2.768	-5.837	-0.19	0.199	-0.448
O	31.104	-5.913	25.144	0.03	-0.112	-0.343
O	-15.816	-0.382	26.223	-0.127	-0.095	0.099
O	-30.156	0.89	-3.352	-0.418	0.616	0.136
O	10.923	7.13	-3.437	-0.194	0.529	-0.045
O	-26.057	3.868	23.799	-0.103	-0.268	0.101
O	3.965	4.294	22.723	-0.093	0.013	-0.563
O	-24.832	1.131	24.771	-0.231	0.431	-0.44
O	4.275	0.64	-1.065	0.344	-0.22	0.032
O	18.932	-0.066	22.217	0.185	-0.124	0.529
O	17.187	-7.068	23.124	-0.009	0.098	0.458
O	17.586	-6.541	-1.54	0.133	-0.148	-0.565
O	15.243	7.587	22.548	-0.236	0.022	0.07
O	15.41	6.655	-1.487	0.699	-0.199	-0.104
O	11.549	-2.457	-2.502	-0.321	0.302	0.215
O	15.504	-5.044	-1.234	-0.318	-0.453	0.204
O	13.356	6.532	-3.056	-0.463	-0.109	0.149
O	8.081	0.302	22.028	0.024	-0.133	0.384
O	8.074	5.693	21.543	-0.034	0.016	0.04
O	12.832	-7.465	-4.226	-0.11	0.1	0.326
O	13.605	5.605	21.96	0.349	0.25	0.531
O	-20.534	-0.593	-1.039	-0.215	-0.234	-0.07
O	11.913	-6.837	22.814	0.066	-0.663	0.132
O	12.671	-1.714	22.985	0.351	0.322	0.415
O	19.162	8.106	-0.508	-0.002	0.053	-0.409
O	24.677	-2.743	-0.501	-0.02	-0.057	-0.232
O	14.589	-3.561	23.006	0.533	-0.03	0.155
O	21.259	4.756	24.939	-0.143	0.005	0.254
O	20.668	-5.213	25.102	-0.046	-0.627	0.075
O	18.838	2.591	-0.261	-0.11	0.024	-0.31
O	26.858	7.741	25.069	0.194	-0.571	-0.107
O	9.861	-5.703	23.867	0.035	-0.202	0.006
O	13.246	-0.007	25.327	-0.457	0.507	-0.066
O	25.688	7.26	-1.316	0.043	0.525	0.031
O	10.324	4.561	-2.692	0.166	-0.052	-0.412
O	-12.345	5.989	-1.364	-0.178	-0.456	-0.069
O	12.095	-4.255	23.609	-0.064	0.09	0.049
O	17.318	2.754	-5.64	0.054	0.187	-0.212
O	21.33	-0.855	-3.786	-0.2	0.616	-0.199
O	-28.541	0.884	-1.263	0.522	0.01	-0.274
O	8.666	5.996	-3.993	-0.497	0.39	0.075
O	16.324	0.075	-0.35	-0.036	-0.134	-0.714
O	-15.827	6.246	-7.211	-0.34	0.215	0.236
O	25.3	-4.26	23.04	0.031	0.213	0.476
O	5.231	-0.201	-3.443	0.235	0.069	-0.519
O	16.403	2.474	-3.203	-0.241	-0.673	-0.061
O	27.74	4.535	23.185	-0.436	-0.144	-0.001
O	21.8	-8.1	22.136	0.163	0.128	0.486
O	5.173	4.707	-2.977	-0.039	0.325	-0.569
O	20.924	6.425	-1.506	0.266	0.349	-0.357
O	5.089	-6.817	-2.401	-0.201	-0.234	0.044
O	-19.042	-1.517	-5.283	-0.077	0.465	0.423
O	11.32	1.486	-6.083	0.543	0.064	-0.168
O	15.331	-5.168	25.937	-0.378	0.314	-0.198
O	17.473	-2.047	23.127	-0.348	-0.211	0.042
O	-17.722	-6.052	-2.918	-0.438	-0.412	0.074
O	22.818	4.618	-1.233	0.366	0.454	-0.115
O	20.376	1.666	23.457	0.038	0.248	0.158
O	18.034	-1.707	-1.275	-0.154	0.215	-0.433
O	20.58	1.326	-1.629	0.192	-0.412	-0.261
O	-29.95	2.871	-0.434	0.167	0.087	-0.699
O	9.107	5.14	23.781	-0.406	0.099	-0.246
O	8.83	-6.051	-5.597	0.446	0.398	0.222
O	-7.816	5.408	-3.116	0.356	-0.22	-0.247
O	21.775	-5.338	-0.559	0.086	-0.036	-0.396
O	13.512	-8.13	-0.512	-0.008	0.073	-0.265
O	29.98	-2.616	-0.473	0.086	-0.084	-0.309
O	23.255	-5.072	24.509	0.132	-0.121	0.428
O	21.308	-4.1	22.846	0.249	0.153	-0.023
O	-11.233	-6.132	-6.373	-0.084	-0.04	-0.592
O	17.38	5.718	-6.184	-0.345	-0.226	-0.349
O	30.731	-3.837	-4.513	0.38	0.53	-0.07
O	-16.397	5.454	-3.33	0.404	-0.027	-0.745
O	12.156	3.372	-1.224	0.242	-0.159	-0.073
O	17.589	4.816	22.813	0.374	0.364	0.009
O	22.333	3.986	-5.991	0.482	-0.062	-0.187
O	10.606	-2.595	21.826	-0.108	0.012	0.337
O	21.569	2.486	-3.873	0.091	-0.443	-0.477
O	-16.402	4.851	25.533	0.292	0.155	0.28
O	24.152	-5.6	-3.889	-0.275	0.382	-0.259
O	23.186	-3.519	-6.001	0.348	0.169	0.323
O	19.073	-5.445	22.219	-0.148	0.162	0.53
O	-23.487	-4.332	-5.511	0.125	0.41	0.178
O	-11.006	2.893	-5.404	0.001	-0.627	0.381
O	23.718	-6.798	-1.498	0.295	-0.113	-0.009
O	27.298	5.46	-0.4	-0.027	-0.033	-0.249
O	19.969	-3.535	-1.337	0.347	0.173	-0.222
O	17.823	4.595	-3.849	0.455	0.119	0.477
O	20.029	1.304	26.191	0.214	-0.11	0.185
O	28.257	2.781	-5.866	0.304	-0.332	0.087
O	16.221	-5.909	-3.645	-0.461	-0.309	0.179
O	14.057	-2.457	-3.311	0.657	0.244	-0.186
O	16.111	2.741	22.151	0.229	-0.248	0.474
O	-25.894	-3.562	-6.195	-0.05	0.058	0.55
O	14.086	1.116	22.934	-0.404	-0.035	-0.044
O	23.915	-1.208	-4.118	-0.147	0.294	-0.273
O	-5.541	-4.63	-3.242	-0.198	0.033	-0.642
O	20.387	3.905	-2.031	-0.594	0.001	0.092
O	26.409	1.055	-1.446	0.027	0.25	-0.418
O	9.872	7.32	22.607	0.329	0.246	0.248
O	-3.058	-4.427	-2.975	-0.101	-0.164	-0.265
O	9.535	-2.913	-4.172	-0.362	-0.314	-0.05
O	21.954	-2.903	25.108	-0.077	0.034	0.667
O	11.437	6.039	24.384	0.559	0.416	0.241
O	16.979	6.918	24.357	0.404	0.209	0.449
O	13.681	-5.512	21.582	0.258	-0.238	0.112
O	14.88	2.145	-1.079	-0.499	-0.128	-0.377
O	21.517	-0.283	24.77	0.036	-0.198	-0.047
O	16.563	-4.549	-5.885	0.391	0.044	0.176
O	20.148	6.467	23.245	-0.205	-0.054	0.108
O	-18.282	-5.327	26.045	0.346	0.508	0.03
O	11.211	-1.497	26.115	-0.185	0.36	-0.169
O	-30.192	2.022	-5.776	-0.062	0.61	0.409
O	-0.926	-5.195	-6.524	0.587	0.402	0.489
O	22.211	-7.309	-3.572	-0.386	-0.212	0.405
O	-1.612	-0.552	-4.878	0.448	-0.363	-0.086
O	16.826	4.034	-1.116	-0.042	0.251	-0.23
O	12.457	6.549	-5.515	0.544	0.298	-0.286
O	18.075	-5.138	25.967	0.129	-0.379	-0.005
O	-26.36	-1.995	23.036	0.153	-0.307	0.296
O	14.661	4.34	-2.512	-0.732	-0.243	-0.146
O	7.112	-4.77	-4.176	0.015	0.157	-0.05
O	-4.363	-6.82	-3.884	0.235	-0.275	-0.342
O	23.807	-6.307	22.333	-0.114	-0.18	-0.012
O	10.005	-4.558	-1.133	-0.009	-0.005	-0.06
O	-5.995	-4.183	-6.163	-0.004	-0.183	0.516
O	15.711	6.156	-4.114	-0.217	0.202	-0.28
O	19.193	-3.053	24.934	0.508	0.121	-0.151
O	22.029	5.095	-3.643	-0.046	0.561	-0.329
O	12.188	-5.931	-6.221	-0.115	0.385	0.121
O	24.59	2.772	-0.546	0.222	0.119	-0.557
O	-16.404	2.184	26.185	-0.091	-0.237	-0.171
O	26.772	0.621	25.503	0.188	-0.489	-0.051
O	-28.472	1.369	23.336	0.141	0.375	0.451
O	-20.798	-5.608	25.372	-0.538	0.249	-0.024
O	-23.275	-4.959	23.136	0.248	-0.237	0.25
O	24.051	7.143	-6.228	0.065	0.414	0.456
O	-26.044	0.323	-3.795	-0.319	0.019	-0.279
O	-6.563	-2.291	-2.295	-0.088	0.032	-0.248
O	10.132	5.563	-6.24	-0.098	-0.309	-0.281
O	20.258	7.044	25.827	0.272	0.345	-0.107
O	19.125	-2.276	-3.512	-0.462	-0.169	-0.436
O	18.668	5.123	25.075	0.032	-0.319	0.406
O	1.369	7.871	-7.075	-0.355	0.075	-0.349
O	-27.945	6.496	-4.419	-0.128	-0.34	-0.315
O	5.847	5.408	-0.528	0.058	0.37	0.057
O	17.61	-4.047	-2.41	0.003	0.17	-0.362
O	6.224	5.787	25.894	0.048	0.029	-0.421
O	-31.388	-2.113	23.199	-0.264	-0.153	-0.013
O	-9.282	-0.068	-5.841	0.375	-0.115	-0.196
O	22.852	-1.308	-1.649	-0.354	0.419	-0.122
O	31.89	-4.152	-1.475	0.13	-0.044	-0.437
O	-30.199	-0.017	22.063	-0.288	0.297	0.159
O	-31.874	-7.076	23.134	-0.165	0.209	0.518
O	-31.59	-6.041	-1.37	-0.15	-0.271	-0.374
O	31.51	7.401	23.155	-0.426	0.338	0.628
O	30.009	-8.078	-0.478	-0.255	-0.255	-0.278
O	28.298	-6.347	-1.395	0.314	-0.028	-0.423
O	25.991	-1.164	-5.773	0.017	0.095	-0.213
O	10.226	-0.651	-5.205	0.14	0.007	0.353
O	24.535	0.106	22.214	0.047	-0.013	0.463
O	24.483	5.544	22.105	-0.014	-0.023	0.43
O	-30.138	-2.598	25.574	0.534	0.122	0.009
O	29.888	5.541	22.253	0.293	0.012	0.304
O	25.291	4.801	-5.76	0.004	-0.194	-0.407
O	27.905	-7.1	23.103	0.386	0.021	0.26
O	29.392	-1.362	22.826	0.422	-0.417	0.117
O	-30.016	-7.955	-0.53	-0.115	0.148	-0.371
O	-24.294	-2.696	-0.389	-0.093	-0.028	-0.214
O	31.3	-4.015	23.149	0.323	0.41	0.219
O	-20.055	1.649	-2.494	-0.226	0.204	-0.695
O	29.053	7.65	-5.287	0.115	-0.08	0.053
O	23.74	4.367	25.671	0.035	0.619	0.284
O	-32.436	7.419	-5.584	0.345	0.322	0.176
O	19.955	5.084	-6.212	-0.228	-0.274	0.347
O	-27.193	-2.837	25.379	-0.356	-0.119	0.457
O	-23.166	6.929	-1.416	-0.442	0.209	-0.05
O	28.742	3.419	-1.085	-0.287	-0.437	-0.297
O	22.375	-3.234	-3.505	0.102	-0.381	0.221
O	26.805	1.034	-7.246	-0.406	0.115	-0.319
O	-29.886	-5.543	-4.545	-0.572	-0.121	-0.375
O	32.057	-5.287	-6.235	0.649	0.08	0.028
O	-25.605	-0.682	-1.379	-0.33	0.276	-0.073
O	-29.856	0.55	25.513	-0.588	-0.026	-0.218
O	32.589	0.188	-0.504	0.021	-0.116	-0.317
O	-12.172	1.799	23.488	0.488	0.158	0.031
O	-26.099	5.554	25.881	0.028	0.289	0.109
O	-30.481	6.124	-4.196	0.346	-0.499	0.04
O	-26.363	-2.378	-3.156	0.264	-0.373	-0.341
O	-32.574	-1.557	25.429	0.205	0.644	0.096
O	-27.181	-8.137	22.45	0.261	0.011	0.214
O	28.001	-1.011	-1.167	-0.048	0.022	-0.259
O	17.546	1.808	25.866	-0.183	0.333	-0.255
O	-11.798	-7.474	26.074	0.654	0.346	-0.402
O	28.461	-0.26	-5.844	0.132	0.282	-0.435
O	-28.134	3.849	25.385	-0.168	-0.389	-0.193
O	26.72	6.876	-6.208	0.157	0.601	-0.638
O	22.214	2.283	25.187	0.245	-0.193	0.495
O	-25.825	4.446	-1.466	-0.548	0.305	-0.371
O	-3.653	-0.877	23.098	-0.267	0.265	0.278
O	-30.566	-0.915	-1.391	0.044	-0.219	-0.347
O	-32.186	0.644	-4.957	-0.077	-0.084	0.617
O	28.359	-6.437	-6.535	0.105	-0.388	-0.139
O	28.315	0.507	-3.271	0.362	0.724	0.045
O	28.662	0.907	23.699	-0.079	0.221	-0.159
O	-16.314	8.109	-3.222	0.327	-0.098	-0.413
O	-27.091	-5.257	-0.369	-0.293	-0.285	-0.315
O	15.174	-7.529	24.838	-0.316	-0.153	-0.015
O	-10.734	0.025	-3.54	0.195	0.621	-0.12
O	1.123	-4.537	-3.048	-0.037	0.19	0.048
O	-28.355	-3.707	23.157	0.13	-0.329	0.508
O	-11.114	7.537	-5.893	0.431	-0.137	-0.058
O	-32.216	4.842	-5.933	0.043	-0.614	-0.025
O	24.01	3.323	-4.06	0.099	-0.595	0.14
O	5.524	-3.424	-5.936	0.065	0.172	-0.09
O	-19.842	-3.141	26.114	-0.291	0.077	-0.124
O	-30.61	4.238	23.024	0.113	-0.303	0.219
O	17.409	0.556	-6.98	-0.503	-0.029	-0.053
O	27.219	-2.75	22.163	-0.092	0.055	0.442
O	2.273	7.899	25.223	-0.398	-0.121	-0.079
O	-25.569	-6.928	-1.556	0.294	-0.166	-0.214
O	-21.121	-6.591	-1.212	-0.612	-0.452	-0.189
O	8.299	-1.981	-6.339	-0.601	-0.622	0.119
O	-30.036	-5.44	22.258	0.27	0.203	0.302
O	28.287	-3.953	-5.509	-0.288	0.345	-0.028
O	-9.014	3.173	-3.726	0.041	-0.664	0.25
O	28.713	-4.169	-2.858	0.058	0.269	0.114
O	-21.656	5.338	-0.155	0.082	-0.044	-0.477
O	-28.326	-3.218	-1.376	-0.414	-0.043	-0.135
O	-2.621	-7.096	-6.917	0.096	-0.017	-0.051
O	-7.399	-0.309	25.669	-0.281	-0.115	-0.046
O	-28.662	-1.181	23.898	-0.454	-0.048	-0.07
O	-30.668	-3.129	-5.501	-0.677	-0.047	0.048
O	-26.039	-8.159	26.183	-0.558	-0.057	-0.265
O	-32.607	2.625	22.293	-0.115	0.107	0.459
O	-22.274	-5.311	-3.33	0.064	0.161	-0.296
O	31.141	0.673	23.145	0.281	0.069	0.54
O	-29.863	-0.61	-5.491	0.397	0.265	0.077
O	-25.385	2.894	-3.542	-0.512	-0.21	0.2
O	-24.88	-5.769	-3.788	-0.14	0.426	-0.148
O	-22.41	1.184	-1.249	-0.163	0.168	-0.191
O	-22.457	-0.767	-5.719	0.408	-0.312	0.174
O	25.122	5.544	-3.233	-0.251	-0.146	0.172
O	17.411	-6.996	-5.705	0.041	-0.023	-0.338
O	-24.924	-3.827	24.69	0.439	0.231	-0.428
O	-8.526	-3.754	-6.074	-0.182	-0.17	-0.183
O	-31.299	6.697	23.239	-0.104	-0.103	-0.118
O	29.717	-5.579	22.034	-0.071	-0.109	0.456
O	29.366	3.115	-3.554	0.128	-0.019	-0.236
O	-6.811	0.256	-1.253	-0.23	0.103	-0.283
O	-28.781	6.229	23.25	0.42	0.039	0.689
O	-24.304	-6.229	25.394	0.674	-0.244	0.276
O	1.495	4.92	22.75	-0.41	0.367	0.275
O	-32.233	7.837	25.343	-0.115	-0.229	0.099
O	-14.839	-3.951	-5.792	0.136	0.012	-0.027
O	-20.866	-7.074	23.161	-0.594	-0.369	0.087
O	18.088	7.234	-4.18	0.042	0.056	0.579
O	-27.476	-6.146	-3.313	-0.057	0.308	0.218
O	-31.68	4.593	-1.441	0.225	0.032	-0.368
O	30.713	1.76	-1.505	0.139	-0.392	-0.364
O	26.045	-5.321	-5.784	-0.627	-0.275	-0.216
O	-14.303	-3.326	-3.299	-0.237	0.198	-0.11
O	31.036	4.289	-1.879	-0.212	0.081	0.26
O	28.869	5.56	25.357	0.246	-0.066	-0.255
O	31.895	-1.281	-6.222	0.07	-0.214	0.192
O	-25.651	-6.039	23.188	-0.037	0.313	0.185
O	-12.026	-3.67	-6.763	-0.317	-0.132	-0.546
O	-20.549	3.413	25.92	0.385	-0.133	0.377
O	-23.171	7.016	-4.057	-0.568	0.029	-0.306
O	19.8	-7.138	-4.564	-0.366	0.001	0.462
O	-13.054	3.984	24.721	-0.398	0.086	0.039
O	-10.208	-1.057	-1.159	0.132	0.015	-0.18
O	-24.308	2.691	-0.332	0.043	0.018	-0.516
O	26.312	1.852	23.191	0.089	0.622	0.054
O	30.775	-7.618	-6.913	-0.101	0.162	-0.3
O	19.296	-0.572	-5.496	-0.091	0.227	0.175
O	7.178	-7.35	-3.911	-0.243	-0.562	-0.436
O	-22.093	5.48	25.55	0.26	-0.022	0.048
O	16.652	-2.974	25.49	-0.73	0.262	0.325
O	25.517	-6.558	24.241	-0.109	-0.033	0.527
O	0.415	-2.87	25.211	0.273	-0.737	0.266
O	30.201	-6.394	-4.693	-0.254	-0.191	0.557
O	7.672	-4.507	24.74	-0.245	-0.306	0.465
O	27.124	7.164	-3.593	0.404	0.163	0.288
O	-19.124	-7.612	25.083	0.225	-0.555	-0.323
O	24.699	-8.157	-3.508	0.098	-0.076	-0.614
O	25.555	-3.309	-4.164	0.232	-0.068	-0.146
O	-21.68	8.111	25.342	0.019	-0.048	0.282
O	26.253	-1.041	-3.104	-0.036	-0.17	0.139
O	-14.753	-1.865	-1.17	-0.298	-0.083	-0.326
O	31.447	1.155	-7.02	0.058	-0.102	0.171
O	-30.206	5.412	25.33	-0.114	0.442	0.291
O	23.893	-1.188	25.452	0.42	0.296	-0.322
O	-13.672	-5.69	22.102	0.042	-0.103	0.136
O	-13.659	-0.106	22.402	0.079	-0.021	0.475
O	-15.687	-7.499	22.757	-0.366	-0.052	-0.224
O	21.5	-5.299	-5.088	-0.188	0.047	-0.2
O	-17.286	6.351	23.372	-0.332	0.109	0.308
O	-17.245	6.622	-1.193	0.384	0.029	-0.188
O	30.232	-0.689	25.203	-0.08	0.121	0.424
O	-17.492	-4.188	-1.218	0.385	0.141	-0.172
O	-22.565	0.315	25.731	0.01	-0.432	-0.256
O	-24.54	-0.243	22.25	-0.298	-0.146	0.283
O	-24.411	5.366	22.451	-0.217	0.17	0.009
O	-20.776	7.995	-4.398	0.121	0.567	0.307
O	-19.155	5.319	22.066	-0.331	0.246	0.107
O	11.852	3.915	-5.362	0.512	-0.045	0.105
O	-2.263	3.046	25.461	-0.096	-0.474	-0.112
O	-20.286	-0.795	22.97	-0.324	0.219	0.272
O	-13.771	8.052	-0.454	-0.216	-0.129	-0.473
O	-8.443	-2.785	-0.21	-0.032	-0.094	-0.249
O	-17.203	-3.803	23.197	0.042	-0.259	0.203
O	-9.02	3.749	23.341	0.089	-0.579	0.121
O	-21.122	5.915	-2.873	0.357	-0.457	0.215
O	-13.696	2.602	-0.389	0.216	0.149	-0.063
O	-1.585	3.595	-2.484	-0.087	-0.098	-0.758
O	-21.789	-2.859	22.339	-0.121	-0.146	0.435
O	-17.998	0.578	23	0.338	0.009	0.207
O	-29.459	-7.868	-3.56	-0.555	0.206	0.351
O	-19.759	3.789	-1.056	0.079	0.247	-0.284
O	2.813	5.365	24.925	0.071	-0.651	0.452
O	-25.86	6.823	-6.086	0.319	-0.333	0.063
O	-2.57	-0.051	25.365	0.378	0.108	0.239
O	13.282	4.477	25.215	0.134	0.074	0.296
O	9.709	2.336	-1.295	-0.498	0.252	-0.262
O	0.799	5.602	-5.873	0.046	-0.386	0.102
O	-16.387	-0.075	-0.203	0.17	-0.185	-0.333
O	-12.492	-1.537	-2.448	0.02	0.06	-0.37
O	17.165	-1.957	-6.065	-0.101	-0.213	0.599
O	-13.734	7.435	-6.163	-0.134	0.486	0.477
O	-22.139	7.392	-6.499	-0.244	-0.074	-0.19
O	-14.15	1.519	25.183	-0.16	-0.113	-0.263
O	-10.79	8.03	22.424	-0.015	-0.15	0.415
O	-9.26	-6.739	-1.527	0.506	0.382	-0.19
O	0.998	-5.867	-0.764	-0.204	0.743	0.2
O	30.731	-3.304	25.569	-0.634	-0.248	0.48
O	-18.641	6.852	-3.396	-0.132	0.303	-0.004
O	29.135	-1.882	-3.98	0.184	0.059	0.043
O	-7.038	7.07	-1.278	0.031	0.586	-0.149
O	-15.526	-1.785	23.192	-0.311	0.356	0.169
O	-15.78	1.298	-5.52	-0.181	-0.246	0.641
O	-9.498	4.305	-1.323	-0.147	0.062	-0.045
O	13.444	-2.651	25.26	0.352	-0.283	0.361
O	-28.362	-2.591	-6.594	0.093	0.301	0.087
O	-18.282	3.319	24.834	0.317	0.236	-0.293
O	-12.832	-5.068	25.705	0.266	0.207	0.296
O	26.706	-4.28	-1.128	-0.017	0.122	-0.15
O	13.5	-3.44	-0.932	-0.613	0.079	0.097
O	-22.976	-6.901	-5.195	-0.334	-0.168	-0.68
O	-11.069	-5.403	-0.336	0.053	0.123	-0.495
O	-12.348	5.125	-6.09	0.062	0.022	-0.189
O	3.446	-7.74	-5.687	0.466	-0.117	0.625
O	-12.572	6.305	25.934	-0.324	-0.121	0.287
O	-12.279	-3.904	23.364	0.708	0.157	0.14
O	-7.113	2.269	25.698	0.347	0.547	-0.132
O	-25.682	5.461	-3.89	0.087	0.131	-0.458
O	-20.503	3.514	23.282	-0.706	0.043	-0.001
O	-8.147	2.379	-0.372	-0.159	-0.025	-0.382
O	-8.948	-7.346	-6.448	-0.008	0.217	-0.001
O	-15.302	-5.755	-3.832	-0.252	-0.048	0.008
O	-10.215	-6.933	-4.15	-0.308	0.304	0.095
O	-5.447	-0.298	-3.448	0.271	0.698	-0.055
O	-9.202	4.729	-5.777	-0.255	0.474	0.204
O	-18.047	-3.488	-3.677	0.327	0.335	0.073
O	15.968	4.527	24.845	-0.225	-0.153	0.026
O	4.309	-3.012	22.895	0.103	-0.253	0.414
O	-1.868	1.534	-6.329	0.308	0.323	0.469
O	-11.825	2.18	26.148	-0.07	0.375	0.321
O	21.836	-7.775	-6.137	0.065	-0.209	-0.224
O	-5.44	5.141	-0.52	-0.123	-0.013	-0.402
O	-19.659	-3.985	-5.791	-0.574	-0.222	0.459
O	13.741	-4.85	-4.392	0.202	-0.281	0.653
O	-6.871	-4.598	-1.109	-0.125	-0.607	-0.235
O	-31.128	-3.878	-2.932	-0.024	0.405	0.321
O	8.252	7.221	-6.249	0.121	0.487	0.262
O	-15.837	3.93	-5.99	0.107	0.07	0.366
O	5.42	-7.868	26.142	0.389	0.079	-0.294
O	11.242	2.242	-3.474	0.312	-0.435	0.265
O	-13.909	-7.137	24.509	0.355	0.142	-0.532
O	2.824	1.174	25.22	-0.177	0.548	-0.255
O	18.984	2.24	-3.593	0.063	-0.428	-0.381
O	-28.083	-7.051	-5.675	-0.059	-0.025	-0.005
O	-8.086	-4.167	-3.457	0.071	-0.61	0.153
O	-23.039	2.957	25.38	-0.302	0.169	-0.027
O	-13.563	2.792	-5.552	0.167	-0.45	0.001
O	4.649	-0.472	23.931	0.061	0.341	-0.375
O	-20.042	5.54	-5.216	-0.079	-0.512	0.094
O	-22.301	6.749	23.181	0.617	0.365	-0.031
O	-28.502	-1.075	-2.92	0.029	0.199	-0.153
O	-18.986	-5.481	22.312	-0.101	-0.115	0.48
O	-22.735	1.379	23.266	0.558	0.053	0.099
O	-19.921	-4.615	-2.33	-0.184	0.44	-0.103
O	-1.731	5.086	-5.314	-0.079	-0.298	0.431
O	-12.756	6.295	23.229	-0.416	0.145	-0.034
O	5.737	7.346	-6.492	-0.026	-0.342	0.241
O	-19.966	1.285	24.543	-0.295	-0.115	0.328
O	-15.193	6.95	24.653	0.206	-0.032	0.697
O	-25.736	1.9	-5.975	-0.231	0.398	0.059
O	-27.222	0.328	25.425	-0.051	0.042	0.225
O	-23.665	1.171	-4.461	0.543	0.606	-0.141
O	-6.966	-4.772	22.937	0.178	-0.015	0.169
O	-15.772	4.012	-1.221	-0.541	0.166	0.163
O	-18.124	1.717	-0.825	-0.147	-0.124	-0.18
O	-8.389	5.976	24.924	0.302	0.189	-0.252
O	8.686	-2.121	25.378	0.052	0.407	-0.436
O	-17.87	3.335	-2.805	-0.305	0.135	-0.381
O	-4.266	-6.214	-1.395	-0.112	-0.035	-0.086
O	-23.501	4.684	-2.777	0.263	-0.552	-0.125
O	-8.68	-6.839	23.207	0.356	-0.165	0.055
O	-22.208	-4.205	-1.029	0.374	-0.058	-0.123
O	-25.099	-1.336	25.626	0.337	0.027	-0.22
O	-5.337	-2.766	22.286	-0.039	-0.153	0.319
O	18.059	-0.744	25.361	0.492	0.223	0.039
O	-10.533	5.304	-3.345	-0.085	0.003	-0.477
O	-10.795	5.251	24.339	0.111	0.01	-0.227
O	-12.91	-5.132	-4.65	0.351	-0.68	0.262
O	-9.303	3.798	25.932	-0.28	0.059	0.34
O	22.915	3.771	23.172	-0.336	-0.152	0.112
O	-13.191	-2.445	25.454	-0.476	0.367	0.025
O	27.974	2.931	25.121	0.341	-0.34	0.624
O	-7.24	-5.893	25.26	-0.078	0.421	0.21
O	-16.416	2.576	22.271	0.129	-0.24	0.115
O	4.57	2.239	-3.067	-0.469	0.359	-0.34
O	-24.016	-1.264	-3.542	-0.007	-0.725	0.069
O	-12.636	6.649	-3.929	-0.336	0.303	0.26
O	0.898	-6.894	-5.08	0.039	0.244	0.057
O	-5.594	-7.956	25.03	0.084	-0.549	0.307
O	-14.763	-4.109	24.165	-0.121	-0.632	0.086
O	-25.942	8.1	-3.784	0.383	-0.008	-0.212
O	32.424	-5.652	-3.611	-0.005	-0.472	-0.389
O	-0.714	7.386	-4.58	-0.373	-0.082	0.173
O	12.103	-2.939	-5.017	-0.058	0.4	-0.61
O	14.82	-6.629	-5.777	0.027	-0.338	-0.383
O	-15.355	3.034	-3.605	0.267	-0.099	0.064
O	31.953	6.631	-1.199	0.416	0.352	-0.332
O	-6.468	-7.276	-5.453	-0.085	0.427	-0.048
O	-4.061	4.599	-6.553	-0.227	-0.128	0.67
O	-10.732	-2.898	25.47	-0.102	-0.347	0.381
O	11.513	-6.638	-1.492	0.191	0.202	-0.33
O	4.447	-4.859	-4.027	-0.378	0.011	-0.26
O	-19.116	-2.578	-0.148	0.038	0.001	-0.402
O	-8.16	-2.691	25.466	0.473	-0.33	-0.055
O	11.237	-4.83	-3.431	0.474	-0.183	-0.661
O	-24.096	7.005	24.978	-0.3	0.018	-0.503
O	-12.003	0.84	-1.346	-0.018	0.112	-0.226
O	-19.131	-8.132	-0.34	0.011	0.081	-0.518
O	7.071	2.065	-6.34	-0.148	-0.282	0.312
O	-32.145	-4.099	24.868	0.643	-0.435	-0.053
O	9.181	-6.186	-2.975	-0.18	0.05	0.041
O	25.938	7.605	22.694	0.082	-0.147	0.254
O	-28.65	-3.448	-3.917	0.198	-0.231	-0.29
O	1.012	-6.069	25.531	-0.138	0.509	-0.391
O	-16.525	-7.14	25.22	0.126	-0.101	0.293
O	26.638	-5.645	-3.315	0.01	-0.48	-0.174
O	9.331	2.847	-5.138	-0.129	0.133	0.166
O	-18.052	4.974	-6.815	0.085	-0.239	0.363
O	15.793	0.144	24.585	0.017	-0.196	-0.571
O	-18.725	-1.011	24.97	0.258	-0.156	-0.187
O	19.146	7.596	-6.554	0.18	0.382	-0.162
O	29.894	8.104	26.007	-0.004	0.123	-0.619
O	3.833	-1.043	26.188	-0.028	-0.186	-0.479
O	7.665	4.63	-5.971	-0.531	0.305	-0.105
O	28.368	5.207	-4.866	0.403	0.042	-0.096
O	6.002	-2.479	24.858	-0.407	0.207	0.339
O	1.442	-2.013	-3.785	0.469	-0.099	-0.598
O	7.913	3.59	25.35	0.048	-0.318	0.233
O	-9.29	-4.552	24.093	-0.34	-0.297	0
O	-28.898	6.501	-1.911	0.001	-0.327	-0.07

Results
total energy: -406620.367 eV
total energy less fixed offsets of O -438.25, Si -107.07 eV per atom: -7.567 eV
